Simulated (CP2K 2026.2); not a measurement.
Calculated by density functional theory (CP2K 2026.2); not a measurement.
Periodic cell of 2016 atoms, Si1440O576, from a study of silicon, its oxide and their interface. The atomic structure is a simulated model.
Doubt: the forces sum to 4.34 eV/angstrom along one axis rather than to zero, so they err by at least 0.0022 eV/angstrom per atom on average; the grid cutoff is modest.

Settings
functional: PBE
method: Gaussian and plane waves
basis set: DZVP-MOLOPT-SR-GTH
pseudopotentials: GTH-PBE
grid cutoff: 300 Ry, relative cutoff 40 Ry
k points: Gamma only
occupations: fixed
spin: none
net charge: 0

Cell vectors (angstrom)
a	65.28	0	0
b	0	16.32	0
c	-0.0939	-0.0438	33.2486

Atoms and the computed forces on them: element, x, y, z (angstrom), force x, y, z (eV/angstrom)
Si	1.067	-1.176	0.194	0.209	-0.134	0.727
Si	3.671	1.768	-0.042	0.359	-0.404	0.661
Si	1.337	3.948	0.214	-0.327	0.216	0.709
Si	3.628	6.953	0.177	0.181	-0.095	0.682
Si	1.558	-7.006	0.154	-0.253	0.118	0.741
Si	4.351	-4.398	0.264	-0.26	0.189	0.649
Si	6.885	-1.713	0.253	-0.223	0.299	0.664
Si	9.296	1.461	0.322	0.152	-0.237	0.669
Si	7.099	3.759	-0.029	-0.393	0.403	0.617
Si	9.791	6.404	0.061	-0.178	0.271	0.723
Si	6.484	9.622	0.204	0.172	-0.155	0.618
Si	9.118	-3.926	0.109	0.337	-0.231	0.613
Si	12.442	-1.611	0.04	-0.387	0.223	0.644
Si	15.027	1.055	-0.045	-0.083	0.265	0.723
Si	11.9	4.178	0.525	-0.036	0.031	0.672
Si	14.499	6.634	0.135	0.486	-0.141	0.584
Si	12.562	-7.141	0.017	-0.355	0.303	0.662
Si	14.708	-3.905	-0.136	0.39	-0.332	0.618
Si	17.468	-0.974	-0.16	0.133	-0.34	0.688
Si	20.095	1.695	-0.042	0.146	-0.13	0.691
Si	17.843	3.881	0.071	-0.062	0.057	0.66
Si	20.03	6.964	0.216	0.241	-0.06	0.707
Si	17.828	-7.17	0.062	-0.151	0.154	0.666
Si	20.647	-4.43	0.136	-0.098	0.093	0.747
Si	23.314	-1.58	0.024	-0.089	0.095	0.674
Si	25.455	1.661	-0.099	0.33	-0.246	0.602
Si	23.165	3.889	0.012	-0.176	0.304	0.643
Si	26.032	6.622	0.166	-0.233	0.25	0.787
Si	22.906	-6.599	-0.054	0.177	-0.222	0.704
Si	25.602	-3.694	-0.005	0.029	-0.174	0.698
Si	28.863	-1.558	-0.156	-0.173	0.086	0.673
Si	31.239	1.345	0.083	0.229	0.009	0.697
Si	28.321	4.427	0.042	0.317	-0.371	0.642
Si	31.012	7.204	0.015	0.075	-0.183	0.775
Si	28.788	-6.899	-0.08	-0.242	0.123	0.73
Si	31.031	-3.875	-0.165	0.202	-0.06	0.678
Si	34.357	-1.547	-0.282	-0.292	0.173	0.739
Si	36.437	1.687	-0.077	0.215	-0.084	0.764
Si	34.314	3.979	0.012	-0.152	0.039	0.665
Si	36.573	7.27	-0.019	0.122	-0.304	0.708
Si	34.242	-6.942	0.008	-0.127	0.146	0.695
Si	36.609	-3.773	-0.159	0.167	-0.143	0.722
Si	39.567	-1.212	0.07	-0.24	0.236	0.566
Si	-22.389	0.893	-0.055	-0.2	0.19	0.83
Si	39.601	4.065	-0.288	-0.09	0.1	0.756
Si	-23.374	7.096	-0.047	0.371	-0.31	0.626
Si	39.686	-6.903	0.204	-0.139	0.266	0.694
Si	-23.424	-3.456	0.042	0.305	-0.399	0.667
Si	-20.273	-1.342	0.381	0.011	0.022	0.503
Si	-17.689	1.59	0.068	0.17	-0.239	0.71
Si	-19.888	3.86	-0.102	-0.28	0.228	0.684
Si	-17.199	6.813	0.004	-0.22	0.035	0.776
Si	-20.597	-6.541	-0.409	-0.058	-0.108	0.743
Si	-18.206	-3.624	-0.054	0.167	-0.073	0.663
Si	-14.666	-1.635	0.098	-0.394	0.422	0.554
Si	-12.333	1.38	0.248	0.249	-0.167	0.734
Si	-14.504	3.624	0.163	-0.213	0.331	0.708
Si	-12.354	7.204	0.132	0.122	-0.384	0.6
Si	-14.599	-6.887	0.273	-0.107	0.129	0.614
Si	-12.253	-3.726	0.372	0.282	-0.388	0.618
Si	-9.175	-1.54	0.229	-0.195	0.127	0.755
Si	-7.135	1.548	0.321	0.241	-0.063	0.717
Si	-9.23	3.844	0.345	-0.13	0.031	0.658
Si	-6.453	6.426	0.233	-0.248	0.225	0.85
Si	-9.597	-6.931	0.063	0.19	0.085	0.766
Si	-7.076	-3.876	0.178	0.17	-0.134	0.712
Si	-3.845	-1.769	0.188	-0.279	0.342	0.688
Si	-1.214	0.951	0.368	-0.036	0.182	0.769
Si	-4.368	4.105	0.342	0.319	-0.057	0.738
Si	-1.662	7.043	0.096	0.14	-0.205	0.731
Si	-3.867	-7.059	0.172	-0.08	0.132	0.727
Si	-1.489	-3.886	0.387	0.108	-0.239	0.767
Si	2.73	0.014	1.316	-0.01	0.009	-0.059
Si	5.355	2.774	1.264	0.016	0.007	-0.061
Si	2.528	5.448	1.559	-0.004	0.003	-0.058
Si	5.334	8.015	1.425	-0.008	0.021	-0.041
Si	2.666	-5.452	1.486	0	0	-0.016
Si	5.445	-2.873	1.659	-0.008	0.006	-0.042
Si	8.016	-0.075	1.468	0.021	-0.01	-0.037
Si	10.729	2.622	1.713	-0.028	-0.027	-0.011
Si	8.125	5.376	1.362	-0.003	-0.011	-0.102
Si	10.829	-8.174	1.27	-0.001	-0.021	-0.065
Si	8.028	-5.477	1.491	-0.001	-0.013	-0.093
Si	10.831	-2.81	1.275	0.007	0.009	-0.02
Si	13.542	-0.046	1.388	0.015	0.014	-0.038
Si	16.214	2.674	1.258	-0.009	-0.005	-0.036
Si	13.461	5.353	1.723	0.003	-0.012	0.015
Si	16.239	-8.405	1.285	-0.055	-0.042	-0.036
Si	13.654	-5.503	1.28	-0.013	0.028	-0.064
Si	16.385	-2.736	1.081	-0.021	0.04	-0.081
Si	18.993	0.076	1.269	-0.001	0.025	-0.055
Si	21.671	2.732	1.361	-0.026	-0.002	-0.035
Si	18.923	5.398	1.513	-0.013	-0.018	-0.062
Si	21.746	-8.172	1.297	0.02	0.003	-0.077
Si	18.981	-5.542	1.333	-0.012	0.01	-0.051
Si	21.764	-2.758	1.341	0.022	-0.01	-0.061
Si	24.45	0.036	1.296	0.008	-0.002	-0.027
Si	27.191	2.694	1.162	0.012	-0.015	-0.019
Si	24.362	5.47	1.307	-0.017	-0.008	-0.064
Si	27.227	-8.049	1.293	0.028	0.01	-0.083
Si	24.479	-5.383	1.224	0.001	0.007	-0.045
Si	27.22	-2.576	1.25	0.03	-0.01	-0.032
Si	29.927	-0.063	1.341	-0.026	-0.013	-0.049
Si	32.712	2.759	1.258	0.014	0.008	-0.05
Si	29.937	5.552	1.308	0.021	0	-0.016
Si	32.653	-8.06	1.32	0.002	0.002	-0.029
Si	29.921	-5.36	1.279	0.016	-0.005	-0.038
Si	32.702	-2.681	1.047	0.006	0.006	-0.041
Si	35.343	0.052	1.201	0.004	-0.013	-0.059
Si	38.144	2.823	1.124	-0.015	-0.015	-0.059
Si	35.496	5.559	1.256	-0.004	0.028	-0.011
Si	38.104	-8.059	1.445	-0.001	-0.002	-0.026
Si	35.457	-5.341	1.22	0.005	0.012	-0.044
Si	38.057	-2.562	1.271	0.007	0.011	-0.061
Si	-24.283	0.173	1.271	0.037	0.051	-0.016
Si	-21.521	2.715	1.214	0.003	0.011	-0.046
Si	-24.431	5.423	1.207	-0.015	-0.008	-0.063
Si	-21.632	-8.112	1.085	0.005	0.028	-0.035
Si	-24.369	-5.257	1.29	0.011	0.05	-0.026
Si	-21.793	-2.636	1.525	0.002	-0.035	-0.047
Si	-18.832	0.075	1.481	-0.003	0.019	-0.039
Si	-16.175	2.673	1.483	0.003	-0.004	-0.039
Si	-18.755	5.46	1.219	-0.023	0.031	-0.056
Si	-16.26	-7.991	1.477	0.026	-0.021	-0.045
Si	-19.267	-5.292	1.206	0.019	-0.043	-0.081
Si	-16.397	-2.72	1.261	0.005	-0.028	-0.021
Si	-13.61	-0.06	1.526	-0.001	0.001	-0.064
Si	-10.812	2.624	1.547	-0.02	0.005	-0.031
Si	-13.478	5.437	1.304	-0.034	0.025	-0.019
Si	-10.797	-8.205	1.596	0.001	0.004	-0.071
Si	-13.409	-5.393	1.562	0.015	0.008	-0.017
Si	-10.727	-2.613	1.636	0.059	0.011	-0.014
Si	-8.158	-0.023	1.673	-0.001	-0.033	-0.077
Si	-5.515	2.607	1.651	-0.01	-0.002	-0.054
Si	-8.082	5.404	1.61	0.015	0.019	-0.043
Si	-5.411	8.097	1.504	0.005	-0.01	-0.05
Si	-8.243	-5.491	1.398	0.001	-0.028	-0.065
Si	-5.473	-2.801	1.519	-0.01	0.019	-0.046
Si	-2.814	-0.16	1.594	-0.006	-0.007	-0.046
Si	-0.117	2.669	1.519	-0.006	0.003	-0.03
Si	-2.743	5.4	1.448	0.007	0.001	-0.087
Si	-0.075	8.167	1.431	-0.003	0.013	-0.054
Si	-2.731	-5.503	1.527	-0.008	-0.023	-0.047
Si	0.018	-2.698	1.655	-0.009	0.011	-0.067
Si	1.357	1.324	2.794	0.005	-0.029	0.028
Si	4.04	4.089	2.754	-0.011	-0.034	0.005
Si	1.2	6.804	2.884	-0.02	0.008	0.03
Si	4.033	9.453	2.814	0.001	0.011	0.045
Si	1.359	-4.117	2.899	-0.008	-0.024	0
Si	4.024	-1.373	2.761	-0.044	0.027	0.006
Si	6.65	1.368	2.729	0.005	0.036	0.001
Si	9.371	4.073	2.902	-0.004	0.05	0.044
Si	6.755	6.712	2.739	0.008	0.005	0.009
Si	9.479	-6.856	2.693	0.023	-0.019	0.022
Si	6.79	-4.18	2.992	0.004	-0.026	0.039
Si	9.487	-1.447	2.721	-0.013	-0.034	0.004
Si	12.233	1.27	2.835	0.014	-0.026	0.007
Si	14.955	3.967	2.797	0.044	-0.028	-0.012
Si	12.121	6.874	2.84	-0.053	0.04	0.029
Si	14.988	-6.884	2.64	-0.01	-0.011	0.004
Si	12.221	-4.165	2.634	0.024	0.004	0.014
Si	14.989	-1.452	2.609	0.034	-0.003	0.039
Si	17.613	1.37	2.673	0	0.005	0.035
Si	20.391	4.098	2.765	0.015	-0.007	0.019
Si	17.556	6.727	2.811	0.002	0.011	0.04
Si	20.382	-6.844	2.701	0.012	-0.012	0.048
Si	17.654	-4.074	2.577	-0.021	0.016	0.012
Si	20.361	-1.343	2.592	-0.001	0.015	0.002
Si	23.052	1.344	2.665	0.01	-0.002	0.018
Si	25.812	4.065	2.582	0.01	0.002	0.032
Si	23.084	6.832	2.687	-0.008	-0.006	0.026
Si	25.837	-6.717	2.613	-0.001	0.016	0.015
Si	23.141	-4.086	2.69	0.012	-0.013	0.037
Si	25.89	-1.243	2.65	-0.029	-0.01	0.02
Si	28.538	1.367	2.585	-0.03	0.018	0.012
Si	31.326	4.139	2.586	0.015	0.017	0.015
Si	28.569	6.889	2.676	-0.005	0.002	0.039
Si	31.316	-6.679	2.661	-0.003	0.012	0.011
Si	28.53	-4.014	2.609	-0.005	-0.005	0.019
Si	31.383	-1.39	2.582	0.035	-0.002	0.029
Si	34.019	1.376	2.628	-0.028	-0.004	0.036
Si	36.842	4.166	2.594	0.006	0.002	0.012
Si	34.03	6.841	2.617	-0.008	-0.016	0.018
Si	36.748	-6.66	2.707	0.015	0.03	0.034
Si	34.029	-3.999	2.534	-0.043	-0.025	0.026
Si	36.716	-1.234	2.631	0.032	0.024	0.048
Si	-25.735	1.518	2.548	-0.055	-0.041	0.044
Si	-23	4.074	2.53	-0.006	-0.014	0.019
Si	-25.79	6.775	2.644	0.015	-0.007	-0.004
Si	-22.985	-6.731	2.563	0.02	-0.01	0.008
Si	-25.828	-3.957	2.631	-0.025	-0.027	0.021
Si	-23.133	-1.221	2.791	0.006	0.013	0.047
Si	-20.261	1.442	2.754	-0.004	-0.007	0.036
Si	-17.55	4.114	2.746	-0.006	0.011	0.01
Si	-20.258	6.838	2.495	0.002	0.003	0.015
Si	-17.779	-6.639	2.629	-0.054	-0.004	0.006
Si	-20.459	-4.066	2.792	0.015	0.017	0.022
Si	-17.558	-1.354	2.794	0.015	-0.016	0.026
Si	-14.922	1.304	2.89	-0.009	-0.008	0.055
Si	-12.186	4.097	2.794	-0.003	-0.035	0.021
Si	-14.888	6.803	2.723	0.011	0.006	0.014
Si	-12.13	-6.791	2.927	0.015	0.004	0.018
Si	-14.996	-4.067	2.716	0.032	0.046	0.029
Si	-12.217	-1.343	2.92	0	0.031	0.023
Si	-9.55	1.297	2.997	-0.004	0.007	0.016
Si	-6.81	4.016	3.008	-0.005	0.004	0.035
Si	-9.482	6.735	2.925	0.011	-0.017	0.015
Si	-6.845	-6.84	2.779	0.017	0.02	-0.009
Si	-9.478	-4.133	2.897	-0.003	-0.022	0.018
Si	-6.739	-1.391	2.928	0.001	-0.017	0.026
Si	-4.116	1.26	2.929	0.024	0.015	0.013
Si	-1.434	4.052	2.859	-0.009	0.01	0.021
Si	-4.074	6.738	2.887	-0.006	-0.009	0.036
Si	-1.367	-6.827	2.879	0.007	-0.004	0.032
Si	-4.133	-4.172	2.88	0.003	-0.005	0.021
Si	-1.418	-1.425	2.99	0.003	0.005	0.043
Si	-0.015	-0.004	4.219	-0.012	0.016	-0.018
Si	2.706	2.697	4.141	-0.006	0.009	-0.002
Si	-0.089	5.4	4.236	0.006	0.005	0.009
Si	2.643	8.138	4.188	0.002	0.011	-0.018
Si	-0.018	-5.473	4.238	-0.021	0.002	0.016
Si	2.703	-2.717	4.191	0.02	0.008	0.005
Si	5.367	-0.013	4.131	0.016	-0.011	0.014
Si	8.012	2.676	4.164	0.008	-0.001	0.026
Si	5.4	5.402	4.143	-0.004	-0.012	0.018
Si	8.122	-8.214	4.076	-0.013	0.01	-0.001
Si	5.371	-5.538	4.233	0.005	0.001	0.003
Si	8.18	-2.75	4.185	0.003	0	0.032
Si	10.832	-0.095	4.116	-0.014	0.013	-0.013
Si	13.59	2.644	4.151	-0.006	0.007	0.03
Si	10.796	5.452	4.171	-0.001	-0.007	-0.005
Si	13.578	-8.121	4.094	0.015	-0.018	-0.002
Si	10.858	-5.486	4.043	-0.006	0.013	-0.01
Si	13.591	-2.784	3.987	0.019	0.013	0.001
Si	16.296	-0.049	4.013	-0.02	-0.006	-0.013
Si	18.999	2.71	4.053	-0.035	-0.009	-0.017
Si	16.257	5.365	4.161	-0.022	0.009	0.02
Si	19.004	-8.193	4.055	0.01	-0.009	-0.004
Si	16.318	-5.455	3.973	0.011	-0.027	-0.001
Si	19.016	-2.72	3.958	0.002	0.005	0.008
Si	21.714	-0.023	4.007	0.001	0.017	0.021
Si	24.464	2.725	3.977	-0.007	0.007	-0.003
Si	21.758	5.472	4.072	-0.003	-0.006	0.006
Si	24.49	-8.112	3.977	0.001	0.002	-0.01
Si	21.753	-5.446	4.026	0.006	0.012	-0.018
Si	24.523	-2.676	3.976	0.004	-0.011	0.002
Si	27.223	0.073	4.03	0.013	-0.001	0.027
Si	29.932	2.758	3.911	-0.007	-0.001	0.008
Si	27.184	5.458	3.95	-0.015	0.006	-0.013
Si	29.959	-8.081	4.001	-0.004	-0.007	0.004
Si	27.2	-5.381	3.988	0.008	0.004	0
Si	29.97	-2.703	3.951	-0.008	0.012	-0.013
Si	32.667	0.017	3.982	0.001	0.002	-0.006
Si	35.436	2.769	3.923	0.019	-0.005	-0.005
Si	32.682	5.476	3.976	0.005	-0.006	0.006
Si	35.376	-8.091	3.987	-0.003	-0.006	-0.01
Si	32.701	-5.337	3.981	0.001	0.007	0.01
Si	35.37	-2.642	3.955	-0.012	-0.009	-0.021
Si	-27.114	0.109	3.929	0.029	-0.008	-0.02
Si	-24.394	2.81	3.98	0.018	0.006	-0.013
Si	-27.13	5.466	4.041	0.007	-0.003	0.019
Si	-24.392	-8.114	3.921	-0.009	0.008	-0.006
Si	-27.141	-5.333	4.032	0.003	0.022	0.008
Si	-24.486	-2.646	4.065	0.023	-0.028	0.011
Si	-21.682	0.088	4.091	-0.003	0.01	-0.007
Si	-18.937	2.785	4.122	0.029	-0.026	0.023
Si	-21.655	5.484	3.895	0.02	-0.025	0.002
Si	-19.022	-8.113	3.993	-0.009	0.007	-0.01
Si	-21.751	-5.461	4.113	-0.029	-0.014	0.02
Si	-19.014	-2.697	4.086	-0.015	0.006	0.008
Si	-16.271	-0.033	4.236	-0.001	0.006	0.025
Si	-13.559	2.736	4.174	-0.008	0.011	-0.022
Si	-16.241	5.48	4.127	0.018	0	0.02
Si	-13.569	-8.179	4.163	0.004	-0.021	-0.011
Si	-16.362	-5.402	4.082	-0.007	0.004	-0.006
Si	-13.631	-2.745	4.164	-0.014	-0.026	-0.025
Si	-10.917	-0.019	4.335	-0.017	0.015	0.021
Si	-8.191	2.672	4.329	0.002	0.003	-0.002
Si	-10.87	5.393	4.246	0.007	0.005	0.007
Si	-8.152	-8.17	4.228	0.008	0.002	0.006
Si	-10.832	-5.438	4.296	-0.018	0.019	0.023
Si	-8.126	-2.766	4.249	-0.018	0.017	-0.017
Si	-5.44	-0.055	4.326	-0.013	-0.006	0.005
Si	-2.766	2.684	4.231	-0.006	0.005	-0.002
Si	-5.432	5.408	4.287	0.009	-0.007	-0.018
Si	-2.729	8.116	4.233	0.008	-0.007	-0.011
Si	-5.503	-5.514	4.216	0.002	-0.005	0.003
Si	-2.78	-2.816	4.276	0.01	-0.001	0.001
Si	1.366	-1.421	16.373	-0.002	-0.028	0.005
Si	4.13	1.34	16.29	-0.005	0.019	-0.012
Si	1.379	4.058	16.383	0.005	-0.003	-0.001
Si	4.102	6.775	16.348	-0.01	-0.01	-0.005
Si	1.362	-6.836	16.406	-0.013	-0.007	0.002
Si	4.109	-4.139	16.344	-0.002	-0.002	0.002
Si	6.875	-1.345	16.327	0.01	0.013	-0.004
Si	9.555	1.385	16.249	-0.003	0.018	-0.01
Si	6.85	4.107	16.336	0.015	0.005	0.006
Si	9.578	-9.5	16.293	0.011	0.007	-0.005
Si	6.811	-6.775	16.32	-0.008	-0.002	-0.001
Si	9.603	-4.047	16.319	0.001	0.015	0.007
Si	12.266	-1.335	16.206	0.001	0.004	-0.005
Si	15.009	1.406	16.17	0.001	-0.007	-0.026
Si	12.288	4.13	16.26	0.023	0.009	-0.005
Si	14.993	-9.419	16.247	0.021	-0.009	-0.012
Si	12.303	-6.752	16.333	0.006	-0.007	0.014
Si	15.023	-4.07	16.212	0.002	-0.001	-0.005
Si	17.756	-1.369	16.173	-0.017	-0.004	-0.02
Si	20.512	1.431	16.181	-0.007	0.016	0.002
Si	17.763	4.136	16.165	0.016	0.016	-0.011
Si	20.5	-9.503	16.275	0.015	-0.002	0.01
Si	17.73	-6.8	16.219	-0.006	-0.006	0.003
Si	20.453	-4.068	16.187	-0.003	-0.006	-0.007
Si	23.194	-1.28	16.195	0	0.009	-0.005
Si	25.84	1.435	16.294	0.005	0.009	0
Si	23.236	4.133	16.294	0.018	-0.01	0.001
Si	25.872	-9.518	16.269	0.011	-0.017	0.004
Si	23.15	-6.809	16.214	-0.006	0.002	-0.009
Si	25.844	-4.055	16.206	-0.022	0.002	-0.005
Si	28.55	-1.326	16.188	0.007	0.011	-0.009
Si	31.219	1.366	16.215	0.001	-0.016	-0.007
Si	28.549	4.101	16.267	-0.002	-0.014	-0.002
Si	31.27	-9.505	16.222	0.007	-0.007	-0.007
Si	28.559	-6.792	16.231	-0.008	0.004	-0.003
Si	31.258	-4.045	16.205	-0.008	0.003	0.002
Si	33.914	-1.369	16.207	-0.007	-0.006	-0.005
Si	36.671	1.38	16.239	-0.018	0	-0.003
Si	33.97	4.101	16.228	0.007	0.012	-0.012
Si	36.68	-9.497	16.279	0.011	-0.007	0.001
Si	34.003	-6.792	16.229	0.005	0.009	0.006
Si	36.655	-4.119	16.243	-0.003	0.008	0
Si	-25.879	-1.374	16.302	0.004	0.003	-0.001
Si	-23.172	1.34	16.368	-0.011	0.013	-0.001
Si	-25.875	4.076	16.273	0.002	0.001	-0.012
Si	-23.176	-9.563	16.342	-0.003	-0.013	-0.009
Si	-25.885	-6.801	16.327	-0.015	0.017	-0.002
Si	-23.172	-4.108	16.367	-0.001	-0.017	-0.006
Si	-20.444	-1.385	16.408	0.001	0.001	-0.001
Si	-17.694	1.333	16.458	-0.019	0.001	0.002
Si	-20.456	4.055	16.425	-0.014	-0.002	-0.005
Si	-17.734	-9.582	16.447	-0.007	-0.005	0.002
Si	-20.462	-6.816	16.343	0.006	0.006	-0.017
Si	-17.722	-4.079	16.419	0.002	-0.004	-0.004
Si	-14.987	-1.35	16.5	0.014	0.01	-0.001
Si	-12.267	1.388	16.567	-0.022	0.019	0.001
Si	-14.952	4.056	16.514	-0.001	0.018	-0.001
Si	-12.281	-9.526	16.494	-0.01	0.004	0.004
Si	-14.962	-6.804	16.49	0.005	0.014	0.007
Si	-12.271	-4.105	16.542	0.017	-0.009	0
Si	-9.552	-1.362	16.544	0.004	0.005	0.013
Si	-6.829	1.307	16.449	0.002	-0.007	-0.011
Si	-9.558	4.076	16.496	0.003	-0.003	-0.003
Si	-6.865	6.78	16.457	-0.013	0.002	-0.015
Si	-9.603	-6.828	16.473	0.008	-0.008	-0.012
Si	-6.834	-4.071	16.446	0.006	0.007	-0.005
Si	-4.111	-1.41	16.432	0.003	0.004	0.001
Si	-1.325	1.321	16.393	-0.001	-0.001	-0.007
Si	-4.08	4.052	16.385	-0.014	-0.007	-0.005
Si	-1.33	6.777	16.406	0.017	0.004	-0.01
Si	-4.068	9.496	16.437	0.013	-0.007	-0.011
Si	-1.367	-4.14	16.404	-0.005	-0.001	-0.015
Si	2.737	0.014	17.627	0	0.008	-0.013
Si	5.53	2.656	17.637	0.005	-0.003	-0.008
Si	2.768	5.402	17.722	-0.002	0.025	0.005
Si	5.434	8.185	17.672	-0.011	0.012	-0.038
Si	2.764	-5.502	17.743	0.017	-0.005	-0.016
Si	5.497	-2.746	17.616	0.022	-0.013	-0.018
Si	8.277	0.021	17.671	-0.021	-0.009	-0.011
Si	10.882	2.783	17.575	0.007	-0.016	0.009
Si	8.211	5.513	17.681	-0.021	-0.007	0.017
Si	10.924	-8.139	17.664	-0.018	-0.007	0.009
Si	8.198	-5.4	17.633	-0.015	0.012	0.009
Si	10.975	-2.653	17.664	0.016	-0.004	-0.016
Si	13.641	0.04	17.489	0.003	0.015	-0.009
Si	16.354	2.818	17.472	-0.018	-0.006	0.002
Si	13.638	5.545	17.589	-0.03	-0.013	-0.014
Si	16.348	-8.075	17.637	-0.028	-0.007	0.04
Si	13.709	-5.37	17.661	0.001	0	0.008
Si	16.415	-2.744	17.54	0.009	0.004	0.016
Si	19.128	0.045	17.439	0.017	-0.005	0.007
Si	21.895	2.737	17.607	0.011	-0.02	-0.014
Si	19.144	5.41	17.578	-0.025	-0.01	0.01
Si	21.875	-8.158	17.668	0.022	-0.034	-0.003
Si	19.108	-5.451	17.539	0.019	0.017	-0.009
Si	21.84	-2.677	17.47	0.004	-0.004	-0.004
Si	24.475	0.074	17.664	-0.033	0.003	0
Si	27.156	2.822	17.687	-0.022	0.006	0.022
Si	24.565	5.487	17.74	0.001	-0.009	0.026
Si	27.225	-8.166	17.617	-0.024	0.001	0.014
Si	24.487	-5.438	17.546	0.001	0.014	0.005
Si	27.157	-2.637	17.536	-0.012	0.007	0.005
Si	29.902	-0.028	17.593	0.011	0.008	0.009
Si	32.545	2.769	17.541	-0.004	0.001	-0.023
Si	29.943	5.442	17.602	0.02	-0.006	-0.011
Si	32.637	-8.15	17.56	-0.005	-0.021	0.012
Si	29.899	-5.392	17.552	0.012	-0.007	0.015
Si	32.584	-2.721	17.626	0.01	0.023	0.027
Si	35.218	0.045	17.519	0.018	0.012	-0.012
Si	38.059	2.704	17.61	0.006	-0.001	-0.018
Si	35.307	5.452	17.616	-0.022	-0.001	0.017
Si	38.013	-8.144	17.681	0.009	-0.015	0
Si	35.291	-5.434	17.659	-0.016	-0.003	0.01
Si	38.029	-2.793	17.581	0.001	-0.017	0.021
Si	-24.544	-0.03	17.716	-0.005	-0.008	-0.004
Si	-21.85	2.702	17.769	0.002	0.008	0.011
Si	-24.555	5.396	17.698	0.028	-0.004	0.023
Si	-21.797	-8.215	17.679	0.009	0.005	-0.018
Si	-24.529	-5.478	17.738	0.002	0.005	0.023
Si	-21.838	-2.746	17.751	0.023	-0.001	-0.006
Si	-19.05	-0.068	17.786	0.02	0	-0.006
Si	-16.342	2.697	17.848	0.025	-0.011	-0.001
Si	-19.106	5.38	17.841	0.008	-0.005	-0.006
Si	-16.327	-8.232	17.76	0.001	-0.009	0.005
Si	-19.152	-5.428	17.711	0.003	0.007	0.003
Si	-16.343	-2.755	17.817	-0.031	-0.012	-0.02
Si	-13.644	0.014	17.91	0.003	-0.008	0.007
Si	-10.867	2.751	17.943	0.008	0.01	-0.009
Si	-13.548	5.394	17.896	0.005	-0.014	0.014
Si	-10.966	-8.155	17.889	0.005	-0.001	0.006
Si	-13.612	-5.469	17.942	-0.016	-0.028	-0.015
Si	-10.907	-2.742	17.913	0.004	0.009	0.006
Si	-8.171	0.008	17.9	0.006	0.025	0.007
Si	-5.438	2.689	17.721	0.029	0.005	-0.004
Si	-8.273	5.493	17.86	-0.009	-0.004	0.015
Si	-5.432	8.112	17.748	-0.002	0.012	0.014
Si	-8.239	-5.422	17.749	-0.037	0.002	-0.018
Si	-5.459	-2.755	17.84	-0.002	-0.013	0.005
Si	-2.706	-0.04	17.715	-0.005	0	0.007
Si	0.048	2.676	17.755	0.003	-0.006	0.002
Si	-2.678	5.38	17.719	-0.003	-0.001	0.001
Si	-0.008	-8.169	17.796	0.008	0.006	0.012
Si	-2.693	-5.485	17.817	0.022	-0.008	-0.002
Si	0.02	-2.817	17.742	0.018	0.015	0.011
Si	1.447	1.324	19.094	0.018	0.014	-0.009
Si	4.15	3.955	18.983	-0.045	-0.032	-0.031
Si	1.419	6.794	19.076	0.006	0.009	-0.022
Si	4.106	-6.856	19.137	-0.022	-0.008	0.008
Si	1.373	-4.212	19.105	-0.035	0.001	-0.018
Si	4.103	-1.372	18.878	-0.001	0.003	-0.034
Si	6.936	1.373	19.032	0.01	0.031	-0.028
Si	9.59	4.153	19.007	-0.004	-0.018	-0.031
Si	6.828	6.914	19.015	0.046	0.002	-0.021
Si	9.512	-6.784	18.983	-0.014	-0.046	-0.015
Si	6.89	-4.017	19.01	-0.007	0.013	-0.021
Si	9.635	-1.312	19.069	0.005	0.015	-0.011
Si	12.259	1.381	18.83	-0.022	-0.013	-0.042
Si	15.019	4.173	18.866	0.016	0.029	-0.02
Si	12.322	-9.448	19.036	-0.001	0.012	-0.01
Si	15.082	-6.642	19.104	0.078	-0.004	-0.002
Si	12.401	-3.95	19.013	0.028	0.035	-0.03
Si	15.042	-1.309	18.781	-0.01	0.002	-0.053
Si	17.763	1.448	18.702	-0.019	0	-0.041
Si	20.571	4.085	18.956	0.012	0.036	-0.02
Si	17.704	-9.568	18.842	-0.022	0	-0.035
Si	20.456	-6.782	18.923	-0.008	0.023	-0.008
Si	17.762	-4.132	18.919	-0.06	-0.004	-0.025
Si	20.509	-1.288	18.775	0.031	0.012	-0.029
Si	23.157	1.421	19.123	-0.012	0.033	0.002
Si	25.902	4.2	19.232	0.011	-0.026	-0.02
Si	23.24	-9.459	19.147	0	0.025	-0.01
Si	25.803	-6.815	18.921	-0.033	-0.006	-0.036
Si	23.135	-4.039	18.862	-0.006	0.011	-0.027
Si	25.822	-1.321	18.977	0.013	-0.028	-0.017
Si	28.518	1.351	18.885	-0.007	-0.005	-0.032
Si	31.27	4.093	19.011	0.035	0.031	-0.003
Si	28.631	-9.516	18.965	-0.016	-0.002	-0.01
Si	31.321	-6.724	18.873	0.015	0.017	-0.027
Si	28.491	-4.013	18.844	0.013	-0.006	-0.025
Si	31.216	-1.4	19.023	-0.004	0.006	-0.021
Si	33.807	1.375	18.885	-0.019	-0.03	-0.022
Si	36.686	4.06	18.921	0.003	0.009	-0.009
Si	33.909	-9.534	18.984	-0.012	-0.027	-0.045
Si	36.641	-6.78	19.044	0.022	0.001	-0.007
Si	33.888	-4.101	19.035	-0.022	-0.006	-0.015
Si	36.565	-1.396	18.743	-0.013	-0.02	-0.04
Si	39.35	1.337	19.039	0.001	0.046	-0.01
Si	-23.274	4.027	19.15	-0.011	-0.024	-0.037
Si	39.366	-9.533	19.026	-0.003	0.011	-0.018
Si	-23.144	-6.91	19.056	-0.018	0.03	-0.025
Si	39.346	-4.105	19.067	-0.007	0.01	-0.03
Si	-23.228	-1.413	19.113	0.003	-0.02	-0.006
Si	-20.444	1.31	19.064	-0.012	0.021	-0.032
Si	-17.717	4.022	19.219	-0.027	0.002	-0.026
Si	-20.53	-9.562	19.133	-0.014	-0.028	-0.015
Si	-17.776	-6.844	18.952	0.003	-0.004	-0.045
Si	-20.505	-4.1	19.144	0.017	-0.001	-0.016
Si	-17.711	-1.45	19.197	-0.026	0.013	-0.017
Si	-14.996	1.395	19.289	0.02	-0.009	0.01
Si	-12.101	4.181	19.387	0.015	0.061	-0.015
Si	-14.972	-9.588	19.176	-0.008	0.015	-0.021
Si	-12.264	-6.836	19.368	0.015	0.029	0.006
Si	-14.995	-4.069	19.243	0.03	0.011	-0.001
Si	-12.265	-1.35	19.267	0.019	-0.017	-0.015
Si	-9.5	1.392	19.315	0.014	-0.018	-0.017
Si	-6.826	4.067	19.014	0.002	-0.012	-0.047
Si	-9.67	6.842	19.321	-0.014	-0.053	-0.045
Si	-6.835	9.534	18.983	-0.011	-0.017	-0.03
Si	-9.528	-4.138	19.255	-0.013	-0.011	-0.028
Si	-6.802	-1.386	19.225	0.003	0.009	-0.005
Si	-4.04	1.349	19.06	0.02	0.012	-0.046
Si	-1.342	4.013	19.098	-0.018	0.001	-0.011
Si	-4.022	6.734	19.059	0.015	0	-0.032
Si	-1.375	-6.848	19.243	0.018	0.01	-0.012
Si	-4.069	-4.138	19.167	0.008	0.016	-0.011
Si	-1.349	-1.424	19.04	-0.028	0.002	-0.04
Si	0.006	-0.028	20.362	-0.021	-0.003	0.043
Si	2.875	2.616	20.475	0.008	-0.035	0.052
Si	0.049	5.39	20.364	0.021	0.002	0.055
Si	2.764	8.091	20.561	-0.013	-0.001	0.058
Si	0.097	-5.571	20.628	-0.008	-0.034	0.027
Si	2.705	-2.655	20.233	-0.036	0.043	0.019
Si	5.559	-0.126	20.196	0.03	0.017	0.044
Si	8.263	2.784	20.412	-0.011	-0.01	0.074
Si	5.526	5.377	20.201	0.018	0.008	0.02
Si	8.073	8.342	20.474	-0.028	0.064	0.031
Si	5.501	-5.389	20.334	0.024	-0.016	0.055
Si	8.253	-2.65	20.428	-0.018	-0.002	0.033
Si	11.063	0.049	20.364	0.012	0.001	0.07
Si	13.558	2.844	20.076	-0.033	0.025	0.032
Si	10.921	5.555	20.399	0.019	0.045	0.056
Si	13.682	-8.055	20.383	-0.049	-0.024	0.038
Si	10.914	-5.347	20.17	-0.032	0.034	0.027
Si	13.869	-2.586	20.343	-0.027	-0.062	0.094
Si	16.381	0.142	20.003	-0.012	-0.001	0.039
Si	19.178	2.606	20.121	0.025	-0.046	0.03
Si	16.4	5.413	20.295	0.012	0.004	0.045
Si	19.052	-8.198	20.138	-0.021	-0.029	0.048
Si	16.52	-5.301	20.574	-0.039	-0.03	0.047
Si	19.118	-2.632	20.039	-0.008	-0.008	0.038
Si	21.749	-0.056	20.345	0.009	-0.004	0.079
Si	24.484	2.784	20.598	0	0.01	0.045
Si	21.835	5.471	20.446	0.01	-0.011	0.036
Si	24.585	-8.041	20.554	0.016	-0.041	0.043
Si	21.719	-5.313	20.241	-0.001	-0.004	0.043
Si	24.509	-2.757	20.292	-0.001	-0.009	0.047
Si	27.19	0.036	20.31	0	-0.011	0.063
Si	29.866	2.68	20.24	0	-0.019	0.037
Si	27.395	5.626	20.579	-0.022	-0.041	0.001
Si	30.018	-8.097	20.192	0.007	-0.013	0.043
Si	27.159	-5.393	20.146	-0.015	0.017	0.057
Si	29.801	-2.804	20.332	0.02	0.025	0.04
Si	32.516	0.05	20.374	-0.028	0.005	0.019
Si	35.209	2.723	20.146	-0.013	0.006	0.022
Si	32.574	5.453	20.456	0.024	0.025	0.076
Si	35.23	-8.139	20.333	-0.01	-0.007	0.049
Si	32.521	-5.45	20.448	0.014	0.002	0.057
Si	35.274	-2.649	20.218	0.005	-0.006	0.06
Si	37.847	-0.083	20.123	0.025	-0.009	0.041
Si	40.633	2.618	20.562	0.023	0.011	0.031
Si	37.979	5.429	20.343	0.008	0.002	0.033
Si	40.788	-8.275	20.428	-0.012	-0.036	0.048
Si	37.998	-5.485	20.468	0.028	-0.002	0.04
Si	40.646	-2.716	20.504	-0.004	-0.021	0.041
Si	-21.807	-0.064	20.399	0.048	-0.022	0.066
Si	-19.101	2.609	20.509	0.019	-0.021	0.035
Si	-21.936	5.439	20.521	-0.027	0.016	0.049
Si	-19.095	-8.173	20.352	0.019	0.004	0.059
Si	-21.872	-5.523	20.457	-0.001	0	0.033
Si	-19.12	-2.794	20.569	0.017	0.003	0.053
Si	-16.392	-0.063	20.589	-0.005	0.003	0.02
Si	-13.484	2.748	20.601	-0.026	-0.019	0.015
Si	-16.324	5.383	20.558	0.013	-0.01	0.038
Si	-13.694	-8.247	20.649	-0.002	-0.032	0.037
Si	-16.472	-5.52	20.346	-0.026	-0.002	0.057
Si	-13.646	-2.703	20.668	0.008	-0.007	0.04
Si	-10.818	-0.051	20.663	-0.008	-0.026	0.04
Si	-8.114	2.88	20.552	-0.016	0.005	0.045
Si	-10.898	5.627	21.029	-0.067	0.008	0.036
Si	-8.179	8.273	20.398	0.002	0.018	0.046
Si	-10.869	-5.464	20.747	0.032	0.025	0.044
Si	-8.106	-2.797	20.605	-0.008	-0.017	0.028
Si	-5.379	0.028	20.45	0.003	0.019	0.051
Si	-2.693	2.671	20.49	-0.02	-0.015	0.06
Si	-5.407	5.355	20.315	-0.004	-0.004	0.051
Si	-2.795	-8.262	20.554	0.003	0.013	0.041
Si	-5.486	-5.55	20.407	0.017	0.024	0.061
Si	-2.686	-2.754	20.469	0.02	0.027	0.051
Si	1.129	-1.611	21.623	0.255	0.214	-0.759
Si	4.432	1.221	21.643	-0.27	0.135	-0.75
Si	1.619	4.216	21.645	-0.145	-0.188	-0.708
Si	3.948	6.335	21.575	0.041	0.259	-0.682
Si	1.135	-7.275	22.026	0.298	0.393	-0.685
Si	4.279	-3.78	21.447	-0.146	-0.214	-0.663
Si	6.587	-1.591	21.715	0.324	0.184	-0.564
Si	9.95	1.671	21.622	-0.174	-0.103	-0.73
Si	7.121	4.466	21.636	-0.158	-0.333	-0.753
Si	9.275	6.751	21.642	0.334	0.251	-0.67
Si	7.038	-6.255	21.875	-0.125	-0.362	-0.614
Si	9.467	-4.236	21.617	0.05	0.107	-0.617
Si	12.831	-0.926	21.622	-0.301	-0.191	-0.751
Si	14.861	1.381	21.243	0.127	0.007	-0.698
Si	12.116	3.913	21.592	0.104	0.242	-0.698
Si	15.318	-9.258	21.584	-0.138	-0.114	-0.71
Si	12.337	-6.494	21.555	-0.08	-0.397	-0.623
Si	15.595	-3.414	21.788	-0.095	-0.256	-0.671
Si	17.745	-1.233	21.252	-0.008	0.02	-0.48
Si	19.974	0.898	21.583	0.158	0.076	-0.764
Si	18.087	4.164	21.405	-0.357	-0.069	-0.685
Si	20.092	-9.734	21.554	0.285	0.175	-0.738
Si	17.64	-7.132	21.651	0.048	0.307	-0.66
Si	20.516	-3.715	21.531	-0.056	-0.201	-0.683
Si	22.898	-1.698	21.59	0.075	0.23	-0.697
Si	26.217	1.632	21.739	-0.396	-0.194	-0.644
Si	23.155	4.24	21.966	-0.037	-0.21	-0.741
Si	26.489	-8.871	21.85	-0.21	-0.134	-0.781
Si	23.276	-6.344	21.63	0.021	-0.236	-0.65
Si	25.664	-4.339	21.605	0.084	0.182	-0.76
Si	28.672	-1.213	21.622	-0.21	-0.211	-0.725
Si	30.831	1.101	21.677	0.348	0.174	-0.72
Si	28.523	3.854	21.745	0.218	0.352	-0.59
Si	31.448	-9.18	21.697	-0.028	-0.171	-0.696
Si	28.642	-6.666	21.377	-0.002	0.026	-0.496
Si	30.783	-4.43	21.733	0.13	0.035	-0.68
Si	34.077	-1.154	21.6	-0.096	-0.151	-0.649
Si	36.228	1.035	21.359	-0.048	-0.001	-0.77
Si	34.286	4.3	21.609	-0.288	-0.058	-0.714
Si	36.41	-9.684	21.604	0.217	0.1	-0.741
Si	33.716	-7.025	21.75	0.053	0.173	-0.707
Si	36.836	-3.746	21.552	-0.012	-0.171	-0.787
Si	38.935	-1.476	21.621	0.246	-0.001	-0.644
Si	42.394	1.509	21.735	-0.355	-0.15	-0.669
Si	39.39	4.231	21.784	-0.116	-0.257	-0.703
Si	41.693	-9.896	21.965	0.325	0.23	-0.733
Si	39.616	-6.743	21.707	-0.272	-0.024	-0.712
Si	41.734	-4.442	21.721	0.107	0.191	-0.807
Si	-20.358	-1.243	21.841	-0.091	-0.127	-0.69
Si	-18.081	0.943	21.867	0.09	0.177	-0.708
Si	-20.715	3.833	21.666	0.228	0.153	-0.702
Si	-17.54	-9.285	21.7	-0.022	-0.168	-0.726
Si	-20.233	-6.664	21.723	-0.189	-0.05	-0.662
Si	-17.989	-4.489	21.764	0.014	0.224	-0.715
Si	-14.737	-1.037	21.973	-0.29	-0.364	-0.63
Si	-12.374	1.145	21.953	0.299	0.271	-0.647
Si	-14.726	4.233	21.887	-0.104	0.01	-0.693
Si	-12.832	6.715	22.438	0.445	0.241	-0.62
Si	-15.395	-7.072	21.687	0.083	0.062	-0.796
Si	-12.081	-3.847	22.009	-0.066	-0.175	-0.699
Si	-9.713	-1.739	21.948	0.069	0.175	-0.696
Si	-6.534	1.625	21.723	-0.091	-0.067	-0.732
Si	-8.924	4.628	22.003	-0.234	-0.055	-0.682
Si	-6.747	6.831	21.487	0.02	-0.014	-0.474
Si	-9.089	9.807	21.943	-0.249	-0.128	-0.72
Si	-6.821	-4.325	21.885	0.121	0.203	-0.681
Si	-3.765	-1.088	21.738	-0.093	-0.146	-0.777
Si	-1.507	1.068	21.761	0.074	0.248	-0.72
Si	-4.349	3.804	21.72	0.191	0.071	-0.762
Si	-1.169	6.852	21.741	-0.178	-0.204	-0.751
Si	-4.601	-7.26	21.741	0.173	-0.057	-0.652
Si	-1.061	-3.881	21.749	-0.237	-0.203	-0.723
Si	1.454	-2.388	-2.697	-0.026	-0.086	0.03
Si	6.207	2.668	23.657	0.042	0.01	-0.07
Si	-2.199	-4.434	24.666	0.019	0.203	-0.015
Si	4.449	3.67	25.776	0.004	0.108	0.04
Si	3.944	-3.522	24.219	-0.032	0.015	0.002
Si	12.543	7.311	25.992	-0.021	0.064	-0.114
Si	-0.413	-4.417	-6.036	-0.064	0.037	-0.093
Si	8.884	1.28	24.489	0.017	-0.002	-0.055
Si	6.139	-5.478	24.705	-0.069	-0.061	-0.211
Si	15.663	-0.79	-3.947	-0.004	0.008	-0.094
Si	8.507	-2.431	-4.885	-0.081	0.021	-0.02
Si	11.125	7.966	23.533	-0.043	0.061	0.059
Si	7.401	-1.244	24.744	-0.076	-0.004	-0.074
Si	16.387	1.806	-4.93	-0.027	0.141	-0.056
Si	19.418	-8.008	23.92	-0.094	-0.007	-0.144
Si	16.605	2.695	23.491	0.065	-0.074	-0.013
Si	13.376	-6.939	-2.878	0.1	-0.134	0.265
Si	21.769	2.119	23.822	-0.033	0.016	-0.106
Si	18.657	-5.128	-6.46	-0.087	-0.082	-0.011
Si	23.254	-0.44	24.328	-0.118	-0.021	-0.055
Si	16.102	0.765	25.542	-0.082	0.049	-0.014
Si	23.252	-3.201	-3.895	-0.099	-0.094	0.016
Si	13.249	5.924	23.465	-0.057	-0.009	-0.03
Si	22.004	0.352	-2.152	-0.055	0.046	0.113
Si	25.979	3.942	-4.231	0.059	-0.076	-0.051
Si	28.535	2.125	-4.198	-0.068	-0.052	0.01
Si	21.832	-6.318	24.413	-0.03	-0.014	-0.143
Si	23.935	-7.954	25.778	0.048	-0.029	-0.093
Si	27.369	-2.948	23.903	-0.02	0.051	-0.12
Si	25.899	-1.078	25.845	-0.058	0.013	-0.096
Si	28.214	7.621	-4.6	-0.021	0.002	-0.078
Si	29.828	2.555	24.044	-0.046	0.06	-0.096
Si	30.637	6.699	24.587	0.046	0.029	-0.038
Si	-28.793	-6.516	25.808	-0.011	0	0.03
Si	28.763	-4.847	25.833	0.004	-0.018	0.034
Si	-31.395	-7.474	-6.749	-0.021	0.133	-0.102
Si	-32.078	2.147	-4.542	-0.096	0	0.04
Si	-22.696	6.663	25.016	-0.084	-0.042	-0.165
Si	-27.199	7.975	23.919	0.015	-0.072	-0.115
Si	-22.345	-2.664	23.951	0.133	0.134	-0.131
Si	-32.649	-0.147	-2.381	0.087	-0.018	-0.002
Si	-16.65	2.8	23.846	0.002	-0.058	-0.094
Si	-22.368	3.712	25.754	-0.08	0.079	0.061
Si	-29.021	-0.911	25.787	0.05	-0.105	0.124
Si	-25.091	3.782	-6.27	0.012	0.033	0.091
Si	-20.824	-3.034	-6.627	0.031	0.048	0.119
Si	-24.907	-1.646	-4.913	-0.066	-0.068	0.014
Si	-18.818	6.862	26.064	-0.017	0.034	0.083
Si	-20.38	-5.161	-4.642	0.044	-0.009	-0.118
Si	-14.768	-0.737	25.009	0.059	0.059	-0.182
Si	-20.576	-7.476	24.647	-0.112	0.043	-0.116
Si	-11.394	7.853	-5.301	-0.12	0.002	-0.059
Si	-24.31	6.411	-5.57	0.039	0.02	0.04
Si	-18.105	-4.035	-3.025	0.054	-0.119	0.004
Si	-11.034	0.925	24.716	-0.04	-0.059	-0.02
Si	-12.208	6.445	-2.694	0.052	0.107	0.165
Si	-14.877	1.959	26.052	0.114	-0.071	-0.014
Si	-10.371	2.828	-6.261	-0.021	0.031	0.004
Si	-9.14	6.903	-6.803	0.174	-0.037	-0.03
Si	-12.083	-1.76	25.939	-0.051	0.172	0.106
Si	-3.974	6.934	25.631	0.014	-0.062	0.052
Si	-8.024	7.614	-2.107	-0.033	-0.009	0.134
Si	-6.327	-6.117	-6.944	-0.091	-0.03	0.016
Si	-8.803	4.435	24.966	-0.038	0.009	-0.128
Si	-6.11	-7.243	-4.075	0.061	0.078	0.084
Si	-5.238	-5.193	-1.999	0	-0.018	0.118
Si	-3.678	1.214	-6.66	-0.052	0.012	0.024
Si	0.601	6.501	-6.549	-0.001	0.001	0.069
Si	-3.83	-6.732	24.574	-0.116	-0.045	-0.098
Si	2.487	-3.369	-6.489	0.046	0.048	-0.14
Si	1.886	-8.09	24.873	0.019	0.066	-0.073
Si	-0.956	0.254	-6.005	0.076	0.073	0.037
Si	-4.926	-2.888	24.034	0.037	-0.051	-0.195
Si	4.298	6.541	24.439	-0.121	-0.06	-0.035
Si	-2.518	5.032	23.91	0.043	-0.03	-0.128
Si	5.826	2.446	-4.991	0.054	-0.011	0.062
Si	-1.261	-2.14	-4.148	0.071	0.032	-0.023
Si	3.476	2.518	-2.934	0.025	0.063	0.136
Si	6.154	-0.568	-5.842	0.027	-0.061	-0.007
Si	7.191	-7.259	-2.764	0.002	-0.016	0.036
Si	8.493	-4	25.702	0.011	0.14	0.009
Si	15.736	-4.312	-5.795	-0.108	-0.062	-0.002
Si	4.458	-7.509	26.197	-0.177	-0.022	-0.054
Si	12.24	-1.111	24.667	0.039	0.078	-0.148
Si	10.243	1.669	-2.517	-0.03	0.126	0.05
Si	10.752	-0.337	-4.681	-0.066	-0.011	0.113
Si	11.344	1.399	26.012	0.098	0.017	-0.052
Si	14.175	-4.165	-3.161	0.07	0.049	0.221
Si	20.079	1.597	26.203	0.044	-0.106	-0.007
Si	15.856	4.751	25.666	0.035	-0.066	0.068
Si	14.153	2.707	-6.651	0.045	-0.097	-0.02
Si	23.294	7.987	-2.572	0	0.007	0.17
Si	16.517	-7.639	-2.466	-0.083	0.064	-0.077
Si	26.705	-6.596	-6.47	-0.146	-0.004	0.006
Si	18.419	-1.455	-3.165	0.009	0.035	0.152
Si	20.5	-1.23	25.735	-0.016	0.044	0.023
Si	24.834	6.086	23.974	-0.016	-0.084	-0.063
Si	26.14	3.985	25.99	-0.008	0.003	0.003
Si	19.645	5.844	-4.17	0.005	0.121	-0.018
Si	25.876	6.833	-2.892	-0.037	-0.103	0.085
Si	19.886	-4.069	24.471	0.039	0.017	-0.064
Si	27.961	-0.695	-3.086	0.049	-0.011	0.131
Si	30.627	-7.131	-4.277	0.151	0.078	0.026
Si	31.149	-6.856	25.925	-0.103	0.093	0.016
Si	29.244	-4.324	-4.436	-0.064	0.107	0.004
Si	30.668	-1.771	-4.28	0.049	0.076	0.103
Si	26.937	1.356	24.596	0.018	0.114	-0.15
Si	32.413	5.362	-2.037	-0.036	0.022	0.194
Si	-26.727	-5.215	-2.172	-0.039	0.075	0.062
Si	-32.058	5.766	25.951	0.031	0.032	-0.136
Si	-30.326	-5.001	23.785	-0.054	-0.135	-0.24
Si	-25.365	1.474	-4.321	-0.071	-0.071	0.04
Si	32.612	-2.951	23.818	-0.036	0.107	-0.233
Si	-30.587	3.607	24.495	0.135	-0.077	-0.091
Si	-30.964	-5.424	-4.595	-0.029	0.036	0.013
Si	-22.356	1.005	24.643	-0.157	-0.037	-0.021
Si	-20.259	2.608	-5.417	-0.018	-0.059	0.024
Si	-19.641	6.198	-4.286	0.106	-0.103	-0.054
Si	-20.183	-0.2	26.246	0.008	0.063	0.029
Si	-17.428	-1.489	26.124	-0.033	0.001	-0.035
Si	-19.207	-5.252	26.013	0.078	-0.006	-0.015
Si	-23.949	7.447	-2.816	-0.064	-0.153	0.11
Si	-18.838	5.093	23.745	-0.011	0.036	-0.132
Si	-18.622	-8.011	-2.367	0.096	0.094	0.036
Si	-13.302	-8.004	25.296	0.01	-0.177	-0.101
Si	-14.511	-2.373	-2.809	0.03	0.023	0.164
Si	-16.748	1.353	-2.916	-0.075	0.092	0.037
Si	-17.71	3.853	-4.641	0.083	-0.075	0.003
Si	-15.92	7.967	-6.413	0.062	0.164	-0.015
Si	-9.114	-6.741	24.912	0.01	0.046	-0.101
Si	-16.774	-4.243	24.656	0.012	-0.188	-0.037
Si	-12.245	-1.109	-4.264	-0.025	-0.043	0.056
Si	-13.032	3.723	-5.579	-0.076	-0.067	-0.045
Si	-0.55	5.037	-1.904	0.055	0.077	-0.07
Si	-13.991	-5.394	24.032	-0.008	0.061	-0.102
Si	-3.956	-2.494	-2.631	-0.11	0.047	0.14
Si	-11.431	-5.291	-1.889	-0.022	0.027	0.041
Si	-15.353	5.483	-4.803	-0.009	-0.16	-0.107
Si	-7.843	-4.049	-5.62	-0.099	0.006	0.022
Si	-2.598	2.728	-1.635	-0.081	0.06	0.019
Si	-6.629	0.7	-2.625	-0.098	0.06	0.048
Si	4.52	8.095	-4.048	-0.009	-0.04	0.138
Si	-6.014	-0.801	25.951	0.18	0.053	-0.059
Si	5.508	-2.954	-1.88	-0.076	0.082	0.084
Si	2.988	-0.618	23.81	0.017	-0.112	-0.082
Si	1.804	-0.258	-6.824	-0.05	-0.027	0.011
Si	-4.197	3.925	-5.73	-0.005	0.032	-0.024
Si	12.058	6.945	-4.252	-0.041	-0.042	0.099
Si	0.283	-5.098	-1.97	0.15	0.034	0.163
Si	-0.228	2.911	23.883	0.034	-0.011	-0.202
Si	4.056	-2.259	-4.426	-0.034	0.05	0.056
Si	-1.699	5.526	-4.668	0.096	-0.07	0.045
Si	13.739	-4.789	23.587	0.022	0.127	-0.035
Si	8.067	-4.436	-2.521	0.08	-0.039	-0.077
Si	9.094	6.67	-3.02	0.065	0.011	0.135
Si	10.946	-3.571	24.343	0.031	-0.06	-0.097
Si	7.903	3.819	-2.966	-0.049	-0.079	0.168
Si	13.152	2.571	-1.899	-0.122	-0.068	0.077
Si	1.72	7.599	-4.023	-0.026	0.087	0.017
Si	14.285	5.187	-2.771	-0.025	0.185	0.092
Si	14.947	-1.621	-6.92	0.073	0.038	0.063
Si	12.947	-1.478	-2.863	-0.082	0	0.099
Si	14.742	-6.772	25.809	-0.087	0.009	-0.022
Si	18.325	3.712	-5.835	0.074	-0.094	0.128
Si	18.277	-7.941	-5.062	0.049	0.053	0.119
Si	17.034	5.665	-2.417	-0.056	-0.06	-0.014
Si	16.951	7.53	25.672	0.078	-0.018	-0.093
Si	20.579	-3.607	-2.698	0.006	0.003	0.092
Si	20.474	-0.143	-4.761	-0.013	0.056	-0.053
Si	21.664	5.575	-1.965	-0.004	-0.086	-0.028
Si	22.699	-7.327	-5.033	-0.095	-0.067	-0.019
Si	25.18	-5.489	-4.228	0.037	0.1	0.018
Si	21.182	-4.877	-5.081	0.128	-0.009	0.126
Si	25.356	-1.047	-4.378	-0.001	0.01	0.044
Si	24.718	1.499	-2.925	0.057	-0.174	0.13
Si	30.047	3.315	-1.901	-0.125	0.108	0.008
Si	-27.893	-1.551	-4.788	0.044	0.023	-0.065
Si	-26.67	-0.049	24.319	0.008	0.074	-0.22
Si	27.282	-5.165	-2.278	0.113	-0.086	0.122
Si	30.489	2.91	-6.155	-0.052	-0.06	-0.009
Si	28.933	5.336	-6.581	0.081	0.066	0.018
Si	-31.45	5.045	-4.497	0.124	-0.022	-0.022
Si	32.422	-1.318	-6.737	0.126	-0.031	-0.053
Si	-30.307	-2.794	-5.917	0.061	0.091	-0.028
Si	32.467	-5.707	-2.337	-0.082	0.042	0.216
Si	-27.251	0.242	-2.34	0.113	-0.038	0.128
Si	-26.827	6.217	-2.317	0.055	0.01	0.122
Si	-28.304	-6.563	-4.429	0.007	-0.165	0.045
Si	-27.707	2.669	23.745	-0.069	0.049	0.004
Si	-28.615	6.56	-4.689	0.045	0.054	0.087
Si	-22.452	-6.154	-2.892	0.095	0.008	0.104
Si	-23.58	2.629	-2.167	-0.092	0.054	0.138
Si	-15.123	5.437	-1.874	-0.025	-0.049	0.109
Si	-21.12	4.092	-2.974	0.094	-0.106	-0.002
Si	-31.341	1.082	26.121	0.008	-0.05	-0.023
Si	-24.158	-0.948	25.663	0.124	-0.03	-0.033
Si	-26.76	6.167	-6.895	0.046	0.045	-0.005
Si	-24.029	-3.706	-2.798	0.014	0.011	0.107
Si	-17.084	-1.46	-4.088	0.085	0.1	0.123
Si	-10.609	0.174	-2.012	-0.029	-0.03	0.133
Si	-14.207	1.365	-4.395	-0.021	0.078	-0.005
Si	-14.438	-5.519	-2.39	0.078	0.123	0.093
Si	-16.562	-6.369	-4.206	-0.153	0.012	-0.027
Si	-9.02	2.322	-3.554	-0.069	-0.087	0.054
Si	-8.229	0.092	23.964	-0.015	-0.081	-0.133
Si	-6.495	5.697	26.175	-0.098	-0.063	0.038
Si	-9.763	5.051	-2.486	0.084	-0.029	0.162
Si	1.343	3.566	26.251	-0.074	0.09	-0.027
Si	-10.196	-5.585	-4.652	-0.022	0.043	0.043
Si	-10.399	-4.183	26.167	0.104	-0.006	0.04
Si	-4.165	1.853	-3.864	-0.046	-0.023	0.005
Si	1.245	1.769	-4.756	-0.03	-0.088	0.042
Si	-3.373	7.836	-4.565	-0.04	-0.002	-0.035
Si	-0.79	-6.777	-4.299	0.174	-0.112	-0.017
Si	-6.39	-1.714	-4.345	0.01	0.01	0.033
Si	3.468	5.75	-2.645	-0.022	-0.006	-0.038
Si	1.322	-1.392	5.561	-0.001	0.003	-0.003
Si	4.03	1.33	5.522	-0.007	0.006	0.001
Si	1.335	4.043	5.526	0.013	-0.002	0.001
Si	4.033	6.764	5.502	0.018	0.006	0.003
Si	1.33	9.49	5.585	0	-0.004	0.005
Si	4.049	-4.101	5.542	-0.004	-0.008	-0.002
Si	6.773	-1.366	5.475	0.004	-0.007	0
Si	9.463	1.314	5.443	0.002	0.014	-0.001
Si	6.713	4.046	5.54	0.004	-0.01	0.016
Si	9.448	6.793	5.512	0.014	0.016	0.005
Si	6.782	-6.884	5.506	0.005	-0.009	0.027
Si	9.539	-4.137	5.474	0.004	-0.007	0.016
Si	12.243	-1.44	5.416	0.02	-0.022	-0.006
Si	14.965	1.283	5.447	0.028	-0.01	0.002
Si	12.212	4.06	5.448	0.002	0.011	0.004
Si	14.903	6.787	5.44	-0.001	-0.005	0.022
Si	12.219	-6.787	5.451	-0.002	-0.007	0.008
Si	14.949	-4.12	5.364	-0.014	0.008	0.008
Si	17.679	-1.379	5.364	0.006	-0.002	0.004
Si	20.378	1.345	5.379	0.008	0.007	0.005
Si	17.676	4.046	5.461	0.016	0.001	0.012
Si	20.383	6.803	5.419	-0.006	0.003	0.014
Si	17.673	-6.785	5.376	-0.005	0.002	0.008
Si	20.389	-4.062	5.344	-0.007	0.005	0.003
Si	23.126	-1.353	5.34	-0.002	-0.007	0.002
Si	25.835	1.403	5.362	-0.003	0.007	0.016
Si	23.138	4.091	5.368	-0.002	-0.003	0.009
Si	25.848	6.829	5.323	-0.006	0	0.014
Si	23.132	-6.784	5.369	0.005	-0.012	0.005
Si	25.861	-4.029	5.356	0.001	0.007	0.014
Si	28.616	-1.32	5.319	-0.01	-0.012	0.009
Si	31.29	1.399	5.3	-0.009	0.008	-0.003
Si	28.578	4.113	5.297	-0.007	-0.01	-0.01
Si	31.319	6.849	5.33	0	0.001	-0.004
Si	28.576	-6.742	5.343	-0.002	0.004	0.004
Si	31.312	-4.03	5.352	0.005	-0.001	0
Si	34.033	-1.312	5.357	-0.007	-0.015	0.001
Si	-28.488	1.43	5.321	-0.006	-0.003	-0.011
Si	34.059	4.11	5.309	-0.001	-0.004	0.004
Si	-28.524	6.855	5.34	-0.011	0.004	-0.006
Si	34.026	-6.735	5.347	0	0.005	0.006
Si	-28.541	-3.99	5.352	-0.002	0.012	0.004
Si	-25.834	-1.268	5.382	-0.009	0.01	0.009
Si	-23.078	1.442	5.402	-0.01	-0.003	0.003
Si	-25.757	4.125	5.386	-0.002	-0.004	0.009
Si	-23.038	6.832	5.305	-0.007	0.003	-0.021
Si	-25.77	-6.762	5.326	0.012	-0.001	-0.004
Si	-23.119	-4.047	5.408	-0.02	0.016	0.008
Si	-20.364	-1.322	5.447	0.01	-0.004	0.02
Si	-17.648	1.379	5.515	-0.012	-0.001	0.011
Si	-20.355	4.155	5.393	-0.017	0.013	0.001
Si	-17.66	6.855	5.415	-0.006	0.01	-0.011
Si	-20.366	-6.809	5.441	0.008	-0.011	-0.006
Si	-17.679	-4.055	5.486	0.006	0.021	-0.001
Si	-14.926	-1.383	5.583	0.01	0.01	0.017
Si	-12.259	1.39	5.619	-0.011	0.008	0.017
Si	-14.934	4.094	5.522	0.005	-0.018	0.005
Si	-12.235	6.791	5.565	-0.024	-0.014	0.004
Si	-14.989	-6.797	5.457	0.007	0.005	-0.012
Si	-12.271	-4.088	5.565	-0.021	0.016	-0.005
Si	-9.524	-1.415	5.608	0.008	-0.015	-0.003
Si	-6.822	1.308	5.655	0.006	0.015	0.006
Si	-9.543	4.056	5.647	-0.016	-0.022	0.014
Si	-6.807	6.788	5.604	-0.008	-0.015	-0.002
Si	-9.495	-6.823	5.623	0.015	0.006	-0.001
Si	-6.804	-4.132	5.617	0.014	0.004	-0.003
Si	-4.092	-1.428	5.648	0.012	-0.001	0.004
Si	-1.376	1.346	5.579	0.009	0.01	0.001
Si	-4.1	4.032	5.628	0.005	-0.007	0.012
Si	-1.409	6.758	5.615	-0.003	-0.002	0.005
Si	-4.117	-6.852	5.575	-0.001	-0.011	0.003
Si	-1.392	-4.143	5.608	-0.011	-0.011	0.012
Si	2.687	-0.028	6.899	-0.003	0.005	-0.003
Si	5.378	2.684	6.893	0.004	0.007	0.006
Si	2.689	5.407	6.883	-0.008	-0.008	-0.012
Si	5.41	-8.215	6.868	0.007	0.009	-0.009
Si	2.69	-5.45	6.913	-0.003	0.011	-0.001
Si	5.432	-2.736	6.857	-0.002	0.007	-0.002
Si	8.13	-0.021	6.841	-0.008	-0.001	-0.004
Si	10.843	2.691	6.786	-0.009	0.002	-0.002
Si	8.106	5.416	6.858	-0.013	-0.004	-0.004
Si	10.855	-8.157	6.81	-0.003	0.004	-0.002
Si	8.149	-5.483	6.823	0.011	-0.001	-0.01
Si	10.896	-2.768	6.813	0.003	-0.015	-0.001
Si	13.584	-0.056	6.782	-0.005	0.011	-0.001
Si	16.316	2.675	6.791	0.002	-0.008	-0.002
Si	13.566	5.426	6.806	-0.012	0.016	0.001
Si	16.313	-8.158	6.742	-0.008	-0.002	-0.01
Si	13.598	-5.434	6.781	-0.008	0.001	-0.004
Si	16.313	-2.739	6.72	0.006	-0.008	-0.006
Si	19.035	-0.019	6.739	-0.01	0.004	-0.006
Si	21.763	2.723	6.71	-0.007	0	-0.008
Si	19.043	5.432	6.776	0.001	0.001	0
Si	21.771	-8.142	6.732	-0.003	-0.006	-0.006
Si	19.043	-5.424	6.722	0.003	0.005	-0.007
Si	21.769	-2.713	6.705	0	-0.007	-0.012
Si	24.484	0.018	6.7	-0.001	0.002	-0.008
Si	27.224	2.766	6.686	-0.014	0.007	0.003
Si	24.5	5.471	6.704	0.001	-0.003	0.001
Si	27.218	-8.129	6.683	0.008	-0.003	-0.004
Si	24.501	-5.408	6.706	-0.003	0.008	-0.003
Si	27.245	-2.676	6.69	0.011	-0.01	-0.003
Si	29.952	0.044	6.691	0.007	0.001	-0.007
Si	32.675	2.753	6.661	0.01	-0.01	-0.006
Si	29.944	5.473	6.666	0.001	0.005	-0.005
Si	32.671	-8.114	6.7	-0.005	0.005	0.002
Si	29.948	-5.399	6.704	0.003	-0.002	0.001
Si	32.67	-2.671	6.714	-0.006	0.014	0.007
Si	-29.864	0.058	6.688	0.011	-0.009	-0.007
Si	-27.141	2.758	6.727	0.017	0.001	-0.004
Si	-29.881	5.477	6.694	0.008	-0.011	-0.005
Si	-27.146	-8.116	6.697	0.002	-0.001	0.001
Si	-29.882	-5.385	6.706	-0.003	0.001	-0.004
Si	-27.19	-2.643	6.736	-0.003	0.004	0.003
Si	-24.443	0.059	6.752	0.002	-0.013	-0.003
Si	-21.719	2.789	6.773	0.004	0.001	-0.005
Si	-24.399	5.495	6.724	-0.007	-0.001	-0.001
Si	-21.733	-8.168	6.775	0.014	0.006	-0.004
Si	-24.462	-5.418	6.76	0.013	-0.002	0.001
Si	-21.74	-2.701	6.782	0.001	-0.007	-0.002
Si	-19.024	0.017	6.852	0.004	0.004	-0.006
Si	-16.296	2.732	6.885	0.002	-0.006	-0.003
Si	-19.015	5.489	6.796	0	0.005	-0.007
Si	-16.329	-8.143	6.845	-0.001	-0.017	-0.004
Si	-19.029	-5.439	6.827	-0.005	-0.018	-0.002
Si	-16.325	-2.732	6.898	0.011	0.006	-0.001
Si	-13.607	0.002	6.953	-0.008	-0.001	-0.002
Si	-10.903	2.712	7	-0.005	0.009	-0.003
Si	-13.599	5.436	6.921	0.003	0.002	0.004
Si	-10.89	-8.179	6.948	0.014	0.004	-0.001
Si	-13.639	-5.464	6.885	0.002	0.015	-0.004
Si	-10.912	-2.747	6.953	-0.011	0.004	-0.005
Si	-8.19	-0.052	6.989	-0.001	0.01	-0.011
Si	-5.466	2.685	6.988	-0.002	0.007	0.001
Si	-8.177	5.436	6.969	0.005	-0.001	-0.002
Si	-5.458	-8.188	6.971	0.002	0.003	-0.009
Si	-8.166	-5.464	6.991	-0.003	-0.009	-0.001
Si	-5.465	-2.772	6.991	0.004	-0.002	-0.004
Si	-2.726	-0.027	6.952	-0.004	-0.007	-0.006
Si	-0.016	2.702	6.924	-0.004	0.002	-0.012
Si	-2.752	5.4	6.979	-0.002	0.002	-0.005
Si	-0.03	8.125	6.939	-0.001	-0.006	-0.002
Si	-2.762	-5.497	6.949	0.01	0.006	-0.007
Si	-0.031	-2.751	6.929	-0.008	0.004	-0.007
Si	1.335	1.327	8.269	-0.003	0.005	-0.004
Si	4.039	4.051	8.25	0.001	-0.016	-0.001
Si	1.342	6.761	8.266	0.006	0.011	-0.002
Si	4.07	-6.827	8.227	0.012	0	-0.006
Si	1.332	-4.107	8.28	0	-0.006	0
Si	4.065	-1.389	8.231	0.004	-0.002	-0.009
Si	6.779	1.336	8.213	0.001	0.011	-0.007
Si	9.504	4.057	8.17	0.003	0.003	0.001
Si	6.767	6.767	8.233	-0.013	-0.01	0.003
Si	9.511	-6.815	8.19	0.001	0.004	0
Si	6.799	-4.108	8.188	0.01	0.01	0.005
Si	9.52	-1.391	8.156	0.004	-0.004	-0.013
Si	12.23	1.335	8.127	0.007	-0.002	-0.006
Si	14.96	4.065	8.128	0.009	-0.005	-0.007
Si	12.219	6.796	8.155	0.004	-0.018	0.007
Si	14.963	-6.804	8.116	-0.006	0	-0.004
Si	12.257	-4.096	8.171	0.014	0.016	0.006
Si	14.973	-1.387	8.12	-0.013	-0.013	-0.003
Si	17.7	1.339	8.126	0	0.006	-0.001
Si	20.427	4.078	8.098	-0.002	0.004	0.002
Si	17.681	6.809	8.104	0.017	0	-0.003
Si	20.414	-6.776	8.079	0.008	0.003	0
Si	17.686	-4.075	8.087	-0.003	0.003	-0.003
Si	20.421	-1.359	8.082	0.003	0.004	0.003
Si	23.134	1.376	8.065	-0.002	-0.004	-0.002
Si	25.871	4.119	8.054	0.012	0.009	0.001
Si	23.143	6.82	8.073	-0.011	-0.001	-0.001
Si	25.865	-6.772	8.056	-0.004	-0.003	0
Si	23.137	-4.062	8.067	-0.007	-0.003	0.006
Si	25.865	-1.332	8.047	0.005	0	-0.007
Si	28.581	1.399	8.042	0	-0.011	-0.005
Si	31.311	4.115	8.026	-0.005	-0.004	-0.007
Si	28.586	6.83	8.036	-0.008	0.002	0.003
Si	31.303	-6.768	8.061	-0.009	-0.011	0.003
Si	28.589	-4.04	8.06	0.004	0.008	0
Si	31.308	-1.311	8.063	0.002	-0.008	0.003
Si	-31.249	1.402	8.045	-0.001	0.005	0.001
Si	-28.522	4.118	8.069	0.003	0.001	-0.003
Si	-31.249	6.834	8.054	0.001	0.008	-0.004
Si	-28.519	-6.759	8.06	-0.006	0.01	-0.008
Si	-31.253	-4.041	8.072	-0.005	-0.002	-0.004
Si	-28.543	-1.299	8.099	0	-0.007	0.003
Si	-25.808	1.398	8.121	-0.01	0.001	0
Si	-23.085	4.128	8.139	0.01	0.006	-0.004
Si	-25.795	6.838	8.077	0.016	0.011	-0.003
Si	-23.096	-6.785	8.125	-0.017	-0.009	-0.003
Si	-25.832	-4.038	8.094	-0.009	-0.007	-0.009
Si	-23.103	-1.327	8.129	-0.006	-0.002	-0.005
Si	-20.395	1.4	8.171	-0.003	-0.006	-0.002
Si	-17.681	4.111	8.198	-0.005	-0.005	-0.012
Si	-20.383	6.816	8.178	-0.004	0.003	-0.006
Si	-17.683	-6.791	8.22	-0.001	0.015	-0.005
Si	-20.396	-4.067	8.174	-0.002	0.008	-0.007
Si	-17.681	-1.35	8.237	-0.001	0.005	0.002
Si	-14.977	1.365	8.288	0.008	0.006	0
Si	-12.27	4.082	8.325	-0.002	-0.009	0.003
Si	-14.983	6.811	8.241	0.001	0	-0.005
Si	-12.273	-6.808	8.277	-0.018	-0.017	-0.009
Si	-14.977	-4.098	8.266	-0.007	-0.001	-0.003
Si	-12.253	-1.366	8.31	0.009	0.019	-0.004
Si	-9.546	1.329	8.335	-0.002	-0.004	-0.001
Si	-6.83	4.061	8.328	0.001	-0.004	-0.003
Si	-9.546	6.786	8.328	0.003	0.001	-0.007
Si	-6.814	-6.83	8.337	0.01	0.007	-0.003
Si	-9.558	-4.106	8.322	0.002	-0.005	-0.008
Si	-6.831	-1.407	8.342	-0.008	-0.007	-0.013
Si	-4.098	1.319	8.322	0.002	0.01	-0.009
Si	-1.373	4.044	8.306	0.01	0.015	-0.006
Si	-4.113	6.763	8.327	0.001	-0.014	-0.001
Si	-1.394	-6.845	8.3	-0.017	-0.012	-0.005
Si	-4.101	-4.131	8.327	-0.002	0.002	0
Si	-1.377	-1.392	8.302	0.006	0.001	0.003
Si	-0.014	-0.029	9.643	0	0.002	-0.001
Si	2.693	2.691	9.614	-0.007	0.01	-0.001
Si	-0.014	5.413	9.644	-0.005	-0.016	0.004
Si	2.71	-8.181	9.594	0.002	-0.001	-0.006
Si	-0.029	-5.469	9.633	-0.006	0.007	-0.005
Si	2.711	-2.743	9.608	-0.004	0.01	0
Si	5.427	-0.023	9.574	0.005	0.001	-0.005
Si	8.15	2.709	9.541	-0.009	-0.002	0
Si	5.415	5.411	9.587	0.003	0.001	-0.003
Si	8.147	-8.171	9.55	0.003	0	-0.007
Si	5.441	-5.46	9.564	-0.005	0.002	-0.004
Si	8.164	-2.74	9.531	0.003	-0.009	0.003
Si	10.88	-0.015	9.5	-0.01	0	0.002
Si	13.596	2.71	9.48	0.001	0.01	0.003
Si	10.867	5.436	9.513	-0.002	0.012	0.001
Si	13.606	-8.16	9.483	-0.006	0.004	0
Si	10.885	-5.449	9.522	0.003	0	-0.002
Si	13.619	-2.723	9.498	0.003	-0.005	0.005
Si	16.332	-0.011	9.473	0.007	0.003	-0.007
Si	19.067	2.722	9.456	0.002	-0.013	-0.003
Si	16.333	5.44	9.466	-0.008	0.007	0
Si	19.061	-8.146	9.437	-0.007	0.001	0.001
Si	16.335	-5.436	9.453	-0.001	0.001	-0.005
Si	19.059	-2.718	9.439	-0.008	-0.004	-0.005
Si	21.785	0.014	9.429	-0.005	0.007	-0.001
Si	24.507	2.748	9.402	-0.003	-0.001	-0.004
Si	21.792	5.456	9.432	0.003	-0.008	0.003
Si	24.508	-8.133	9.421	0	-0.003	0.001
Si	21.786	-5.424	9.432	-0.006	0.001	0.003
Si	24.51	-2.696	9.411	0.002	0	-0.004
Si	27.223	0.034	9.4	-0.009	0.004	0.002
Si	29.949	2.758	9.395	0	0.005	0
Si	27.231	5.478	9.409	-0.002	-0.001	0.002
Si	29.941	-8.136	9.41	0	0.002	0.001
Si	27.227	-5.409	9.415	0.014	0.002	0
Si	29.947	-2.681	9.416	-0.005	0.009	0.003
Si	-32.609	0.045	9.419	0	-0.011	0.001
Si	-29.896	2.755	9.425	0.002	-0.007	-0.004
Si	-32.619	5.47	9.407	0	0.001	-0.002
Si	-29.886	-8.128	9.415	0.009	-0.011	0.002
Si	-32.616	-5.409	9.421	0.005	0.003	-0.003
Si	-29.902	-2.68	9.442	0	0.007	0.002
Si	-27.176	0.035	9.476	0.006	-0.002	0.001
Si	-24.451	2.753	9.491	-0.003	-0.002	0.003
Si	-27.161	5.468	9.439	0	-0.006	0
Si	-24.457	-8.143	9.484	0.001	0.007	0.008
Si	-27.183	-5.408	9.453	0	0.002	0
Si	-24.469	-2.699	9.482	0.005	-0.001	0
Si	-21.753	0.021	9.521	-0.005	0.001	0.001
Si	-19.034	2.737	9.561	0.001	0.008	-0.001
Si	-21.736	5.453	9.542	0.006	-0.004	0.008
Si	-19.043	-8.156	9.574	0	-0.006	0.004
Si	-21.754	-5.436	9.527	0.01	-0.01	0.002
Si	-19.047	-2.722	9.576	0.003	-0.007	-0.004
Si	-16.335	-0.005	9.632	-0.002	0.004	0
Si	-13.628	2.713	9.671	-0.003	-0.006	0.009
Si	-16.336	5.446	9.603	-0.003	-0.002	-0.001
Si	-13.631	-8.168	9.635	0.006	0.001	0.007
Si	-16.34	-5.451	9.621	0.009	-0.014	0.003
Si	-13.626	-2.735	9.646	0.002	-0.002	0
Si	-10.911	-0.018	9.692	-0.001	-0.008	0.005
Si	-8.192	2.7	9.683	0.004	0.005	-0.002
Si	-10.91	5.431	9.686	-0.01	-0.006	0.005
Si	-8.19	-8.177	9.69	0.005	0.003	0.002
Si	-10.925	-5.46	9.671	0.006	0.014	0
Si	-8.206	-2.75	9.694	0	0.011	0.001
Si	-5.47	-0.033	9.68	0.001	-0.005	0
Si	-2.738	2.688	9.667	0.005	-0.003	-0.004
Si	-5.474	5.414	9.69	-0.004	0.011	0.001
Si	-2.749	8.126	9.67	0.002	-0.003	-0.001
Si	-5.466	-5.471	9.694	0.002	-0.005	0.002
Si	-2.742	-2.751	9.659	-0.005	0.001	0.001
Si	1.357	-1.39	10.981	-0.003	0.003	0.006
Si	4.074	1.332	10.943	0	0.006	-0.005
Si	1.348	4.048	10.984	0.007	-0.007	0.002
Si	4.074	-9.537	10.943	0.005	-0.011	-0.006
Si	1.347	-6.832	10.962	-0.001	-0.003	-0.006
Si	4.084	-4.111	10.938	0.01	-0.006	-0.001
Si	6.805	-1.383	10.9	-0.006	0.009	-0.004
Si	9.529	1.348	10.866	0.002	0.009	-0.005
Si	6.801	4.064	10.917	-0.006	0.002	0.004
Si	9.521	-9.524	10.887	-0.004	-0.012	0.005
Si	6.806	-6.808	10.923	0.006	-0.002	0.005
Si	9.533	-4.088	10.883	0.009	0.005	0.004
Si	12.259	-1.358	10.85	0.016	0.001	-0.002
Si	14.982	1.369	10.828	-0.001	-0.014	0.001
Si	12.253	4.086	10.846	-0.004	-0.006	0.004
Si	14.984	-9.512	10.825	0.003	-0.009	0
Si	12.255	-6.807	10.856	0.002	0.005	0.005
Si	14.989	-4.082	10.828	-0.005	0.009	0.001
Si	17.713	-1.359	10.811	0.003	-0.001	0.001
Si	20.443	1.376	10.8	-0.005	0.004	0.005
Si	17.716	4.093	10.814	0.018	-0.007	-0.002
Si	20.435	-9.501	10.787	-0.002	0.002	0
Si	17.706	-6.789	10.797	-0.005	0.008	-0.005
Si	20.431	-4.068	10.791	-0.003	0	0.002
Si	23.16	-1.336	10.779	0.002	-0.001	0.006
Si	25.867	1.393	10.759	0.007	0	-0.002
Si	23.165	4.106	10.776	0.001	0.003	0.005
Si	25.872	-9.491	10.776	0.002	0.004	0.004
Si	23.152	-6.781	10.789	-0.009	0.001	0.006
Si	25.865	-4.054	10.779	-0.009	-0.003	0.004
Si	28.574	-1.328	10.763	0.007	-0.007	-0.006
Si	31.293	1.398	10.77	0	0.003	-0.001
Si	28.589	4.114	10.762	-0.003	-0.002	-0.001
Si	31.297	-9.497	10.775	-0.009	0.001	0.005
Si	28.582	-6.777	10.773	0	-0.011	0.002
Si	31.297	-4.052	10.775	-0.002	0.001	0
Si	-31.269	-1.325	10.794	-0.001	-0.009	0.003
Si	-28.553	1.395	10.816	-0.001	-0.006	0.001
Si	-31.271	4.108	10.782	0.002	0.006	0.002
Si	-28.539	-9.496	10.786	0.003	0.009	-0.009
Si	-31.259	-6.778	10.778	-0.004	0.004	-0.002
Si	-28.55	-4.051	10.809	-0.004	-0.005	-0.003
Si	-25.831	-1.342	10.846	-0.012	-0.003	0
Si	-23.116	1.376	10.88	0.001	-0.001	0
Si	-25.826	4.107	10.839	-0.001	0.001	0
Si	-23.116	-9.505	10.879	-0.003	0.004	0
Si	-25.831	-6.777	10.825	-0.002	0.005	-0.006
Si	-23.125	-4.066	10.871	-0.011	0.003	-0.002
Si	-20.41	-1.344	10.915	0.003	0.004	-0.003
Si	-17.699	1.372	10.964	-0.002	-0.004	-0.004
Si	-20.394	4.086	10.927	-0.005	-0.01	0.002
Si	-17.698	-9.52	10.965	-0.003	0.006	-0.005
Si	-20.408	-6.792	10.925	0.007	0.007	0
Si	-17.7	-4.08	10.97	0	0	0.003
Si	-14.981	-1.369	11.008	0.004	0.007	-0.002
Si	-12.275	1.347	11.041	0.008	0.002	0.003
Si	-14.996	4.086	11.004	-0.008	0.002	0
Si	-12.283	-9.524	11.024	-0.002	0.005	0.001
Si	-14.988	-6.807	11	-0.006	0.008	-0.004
Si	-12.276	-4.086	11.032	-0.007	0.005	-0.001
Si	-9.56	-1.38	11.054	0	0.007	-0.001
Si	-6.833	1.336	11.036	0	0.008	-0.007
Si	-9.559	4.057	11.042	0.008	-0.002	-0.001
Si	-6.836	-9.544	11.047	0.002	-0.01	-0.001
Si	-9.56	-6.813	11.04	0.003	-0.015	0.001
Si	-6.841	-4.113	11.041	0	-0.002	-0.008
Si	-4.11	-1.399	11.021	0.003	-0.002	-0.002
Si	-1.376	1.323	11.009	0.001	-0.003	0.004
Si	-4.104	4.047	11.028	-0.001	-0.002	-0.004
Si	-1.381	6.764	11.006	-0.002	0.012	-0.001
Si	-4.105	9.484	11.036	-0.002	0	-0.003
Si	-1.379	-4.113	11.003	0	0	0.002
Si	2.729	-0.027	12.318	0.004	0.003	-0.005
Si	5.44	2.708	12.272	0.002	-0.012	-0.005
Si	2.721	5.426	12.305	0.004	0.01	-0.006
Si	5.444	-8.172	12.28	-0.011	-0.009	-0.002
Si	2.716	-5.467	12.3	-0.007	0.002	-0.003
Si	5.458	-2.743	12.271	0.003	0.009	-0.008
Si	8.17	-0.003	12.23	-0.002	-0.003	0.001
Si	10.89	2.73	12.199	-0.006	-0.006	-0.001
Si	8.167	5.442	12.251	-0.006	0.004	-0.003
Si	10.89	-8.149	12.225	-0.001	-0.009	-0.008
Si	8.184	-5.44	12.26	0.001	0.012	-0.003
Si	10.904	-2.717	12.213	-0.006	-0.002	-0.003
Si	13.626	0.015	12.187	-0.012	0.008	0
Si	16.353	2.743	12.176	-0.001	0.008	0.003
Si	13.622	5.464	12.188	0.008	0.008	0.002
Si	16.356	-8.143	12.166	0.005	0.003	0
Si	13.626	-5.433	12.184	0.008	-0.001	-0.006
Si	16.354	-2.716	12.168	-0.004	-0.013	0
Si	19.083	0.013	12.146	-0.007	-0.002	-0.009
Si	21.811	2.754	12.138	0.002	-0.008	-0.004
Si	19.088	5.464	12.156	0.002	0.007	0
Si	21.802	-8.152	12.149	-0.012	-0.005	0.003
Si	19.079	-5.439	12.145	-0.016	-0.003	0.001
Si	21.803	-2.703	12.132	-0.009	-0.001	-0.002
Si	24.522	0.036	12.129	0.003	0.013	-0.001
Si	27.219	2.76	12.116	-0.001	-0.004	-0.009
Si	24.522	5.463	12.14	-0.001	-0.007	0.001
Si	27.224	-8.133	12.139	-0.003	0.004	0
Si	24.513	-5.419	12.145	0.002	0.002	0.007
Si	27.224	-2.686	12.134	0.01	0.019	0.001
Si	29.916	0.041	12.122	-0.006	-0.01	-0.001
Si	32.641	2.75	12.147	-0.007	-0.004	0.006
Si	29.935	5.466	12.14	-0.005	-0.009	0.002
Si	32.652	-8.134	12.137	0.01	-0.003	0.003
Si	29.939	-5.418	12.134	-0.002	0.002	0.001
Si	32.644	-2.692	12.14	0.003	0.005	0.009
Si	-29.917	0.025	12.17	0.004	0.004	-0.007
Si	-27.196	2.742	12.193	-0.003	0.005	-0.002
Si	-29.912	5.469	12.143	0.011	0.002	-0.003
Si	-27.189	-8.153	12.17	-0.001	0	-0.004
Si	-29.913	-5.422	12.154	0.005	0.005	0.003
Si	-27.2	-2.709	12.197	0.006	-0.002	0
Si	-24.48	0.004	12.233	-0.001	-0.004	-0.001
Si	-21.758	2.712	12.271	0.007	0	0.002
Si	-24.477	5.446	12.235	0.006	-0.001	0.006
Si	-21.771	-8.163	12.274	-0.001	-0.001	0
Si	-24.493	-5.433	12.223	-0.006	-0.018	0.006
Si	-21.772	-2.717	12.261	0.01	0.003	-0.001
Si	-19.059	0.001	12.312	0.004	0.005	-0.002
Si	-16.344	2.709	12.361	-0.005	-0.008	-0.004
Si	-19.045	5.425	12.327	0.007	0.005	0.003
Si	-16.344	-8.176	12.355	0.004	-0.007	-0.006
Si	-19.056	-5.453	12.324	-0.002	-0.001	-0.001
Si	-16.345	-2.732	12.361	-0.001	-0.002	-0.001
Si	-13.625	-0.024	12.4	-0.004	0.001	-0.004
Si	-10.921	2.705	12.41	-0.001	-0.005	0.004
Si	-13.641	5.433	12.388	0	-0.009	0.001
Si	-10.922	-8.174	12.393	-0.004	0.003	0.001
Si	-13.643	-5.447	12.382	0.001	-0.015	-0.004
Si	-10.924	-2.73	12.419	0.013	0.003	0.007
Si	-8.206	-0.006	12.402	0.009	-0.009	-0.002
Si	-5.466	2.688	12.39	0	0.004	-0.002
Si	-8.2	5.415	12.4	-0.002	0.002	0.001
Si	-5.476	-8.179	12.399	0.005	0.004	0
Si	-8.207	-5.453	12.412	0.011	0.015	-0.001
Si	-5.477	-2.75	12.383	-0.01	0	-0.006
Si	-2.743	-0.038	12.364	-0.003	-0.001	0
Si	-0.006	2.689	12.346	-0.002	0.009	0.002
Si	-2.745	5.415	12.374	0.003	-0.009	0.001
Si	-0.008	8.133	12.332	-0.001	-0.003	-0.006
Si	-2.737	-5.469	12.37	-0.003	0.002	0.004
Si	-0.009	-2.751	12.341	0.003	0	-0.003
Si	1.371	1.326	13.682	0.009	-0.002	0.01
Si	4.098	4.074	13.64	-0.011	0.008	-0.006
Si	1.363	6.773	13.669	0.004	-0.006	-0.003
Si	4.074	-6.832	13.644	0.006	-0.001	0.004
Si	1.363	-4.117	13.675	-0.003	0.005	0.005
Si	4.103	-1.4	13.646	0.016	-0.012	0.003
Si	6.819	1.356	13.599	-0.018	0.02	0.009
Si	9.545	4.085	13.577	0.008	-0.005	0.004
Si	6.825	-9.516	13.625	0.006	-0.01	0.01
Si	9.555	-6.787	13.614	0.003	-0.002	0.011
Si	6.834	-4.08	13.626	-0.001	-0.006	0.005
Si	9.545	-1.355	13.565	0.002	0.01	0.004
Si	12.271	1.389	13.535	0.008	0.004	-0.004
Si	15.008	4.13	13.535	-0.005	-0.005	0.01
Si	12.269	-9.494	13.559	-0.004	0	0.005
Si	14.995	-6.784	13.524	-0.009	0.006	-0.003
Si	12.275	-4.079	13.551	0.01	0	0
Si	14.997	-1.349	13.522	0.005	0.003	-0.002
Si	17.737	1.377	13.505	0.024	-0.02	0
Si	20.477	4.125	13.507	-0.002	-0.003	0.002
Si	17.74	-9.486	13.513	-0.005	-0.01	0.001
Si	20.439	-6.797	13.503	0.002	0.01	0.005
Si	17.725	-4.08	13.499	0.005	0.003	0.003
Si	20.462	-1.334	13.49	-0.005	0.003	0.006
Si	23.185	1.414	13.49	-0.017	0.003	0.003
Si	25.883	4.111	13.502	0.02	-0.017	-0.003
Si	23.169	-9.507	13.51	0.004	-0.011	0.004
Si	25.865	-6.785	13.509	0.006	-0.003	0.004
Si	23.156	-4.056	13.502	-0.014	0.001	0.008
Si	25.878	-1.313	13.498	-0.004	-0.003	0.01
Si	28.549	1.397	13.485	-0.012	0.019	-0.005
Si	31.271	4.097	13.514	0.001	0.005	0.014
Si	28.572	-9.499	13.502	-0.006	0.002	0.002
Si	31.289	-6.78	13.504	-0.003	0.006	0.003
Si	28.569	-4.065	13.487	0.006	-0.008	0
Si	31.26	-1.33	13.473	-0.008	0.007	-0.001
Si	33.986	1.381	13.515	0.01	-0.02	0.006
Si	-28.57	4.113	13.527	-0.013	0.004	-0.003
Si	34.002	-9.497	13.503	0	-0.004	0.001
Si	-28.558	-6.796	13.513	0.013	-0.011	-0.007
Si	33.991	-4.067	13.502	-0.001	-0.003	0.004
Si	-28.577	-1.352	13.543	-0.001	0.001	-0.006
Si	-25.859	1.364	13.574	-0.002	0	0.003
Si	-23.129	4.071	13.612	0.005	-0.009	-0.003
Si	-25.857	-9.508	13.572	-0.012	0.01	0.003
Si	-23.159	-6.805	13.609	-0.005	0.02	-0.001
Si	-25.859	-4.074	13.582	-0.011	0.006	0
Si	-23.133	-1.36	13.622	0.001	-0.002	0.001
Si	-20.42	1.355	13.676	-0.007	-0.003	-0.002
Si	-17.704	4.058	13.727	0.006	-0.004	0.004
Si	-20.422	-9.528	13.66	-0.005	-0.005	0.004
Si	-17.697	-6.812	13.711	0.01	-0.011	-0.006
Si	-20.431	-4.081	13.654	0.004	-0.002	-0.001
Si	-17.707	-1.355	13.699	-0.009	0.013	0.004
Si	-14.981	1.353	13.743	0.001	-0.004	0.001
Si	-12.284	4.073	13.761	-0.01	0.01	0.001
Si	-15.003	-9.531	13.752	-0.012	0.018	-0.002
Si	-12.286	-6.81	13.744	0.003	0.01	-0.002
Si	-14.989	-4.081	13.754	0	-0.003	0.006
Si	-12.272	-1.368	13.8	-0.003	0.004	0.006
Si	-9.569	1.344	13.783	0.005	0.01	0.005
Si	-6.837	4.045	13.746	0.007	-0.004	-0.007
Si	-9.566	-9.541	13.754	0.014	-0.012	-0.001
Si	-6.838	-6.814	13.76	-0.003	-0.012	-0.002
Si	-9.565	-4.089	13.782	-0.004	0.001	0.007
Si	-6.844	-1.382	13.731	0.004	0.012	-0.005
Si	-4.099	1.318	13.731	0.008	-0.012	0.005
Si	-1.363	4.053	13.702	-0.003	-0.009	0.004
Si	-4.11	6.775	13.74	-0.016	0.014	0.001
Si	-1.361	9.485	13.701	0.009	-0.007	0
Si	-4.109	-4.115	13.725	-0.001	0.005	0.002
Si	-1.38	-1.405	13.705	-0.003	0.001	-0.001
Si	0.007	-0.05	15.029	0.003	0.004	0.005
Si	2.741	2.719	14.999	0.006	-0.005	0.001
Si	0.014	5.419	15.036	-0.005	0.006	0.003
Si	2.715	8.133	15.024	-0.001	-0.002	0.004
Si	0.008	-5.477	15.044	0.007	0.012	-0.003
Si	2.741	-2.76	15.013	0.006	-0.001	-0.005
Si	5.489	-0.026	14.957	-0.003	-0.004	-0.004
Si	8.173	2.742	14.936	0	-0.011	0.002
Si	5.47	5.439	14.981	-0.006	0.006	0.001
Si	8.188	-8.141	14.973	-0.012	-0.004	-0.005
Si	5.454	-5.456	14.95	-0.003	0.005	-0.004
Si	8.22	-2.708	14.961	-0.004	0.01	0.006
Si	10.907	0.032	14.88	0	-0.001	0.003
Si	13.63	2.775	14.868	-0.014	-0.007	0.005
Si	10.913	5.464	14.91	-0.008	-0.013	0.002
Si	13.617	-8.101	14.9	-0.005	-0.009	0.018
Si	10.939	-5.416	14.953	0.004	0.003	0.001
Si	13.641	-2.711	14.88	-0.012	0.007	0.003
Si	16.376	0.013	14.855	-0.011	0.002	0.004
Si	19.113	2.757	14.83	-0.01	-0.009	0.001
Si	16.366	5.522	14.883	0.002	0.008	0.011
Si	19.114	-8.161	14.893	-0.007	-0.005	0.01
Si	16.374	-5.438	14.863	-0.005	0.001	0.001
Si	19.105	-2.717	14.819	0.001	-0.007	0.009
Si	21.831	0.048	14.824	0.006	0.007	0
Si	24.53	2.77	14.877	-0.007	-0.001	0.004
Si	21.844	5.459	14.907	0	0.003	0.007
Si	24.526	-8.162	14.879	-0.008	0.005	0.008
Si	21.803	-5.442	14.847	-0.009	0.002	0.007
Si	24.519	-2.676	14.842	0.001	0.011	-0.001
Si	27.194	0.075	14.884	-0.001	0.002	0.008
Si	29.88	2.742	14.867	-0.007	-0.019	0.003
Si	27.224	5.465	14.882	-0.007	-0.001	0.005
Si	29.921	-8.14	14.861	-0.008	-0.011	0.009
Si	27.217	-5.418	14.863	0	-0.002	0.012
Si	29.91	-2.69	14.835	-0.002	0.009	0.003
Si	32.594	0.02	14.85	-0.001	0.006	0.003
Si	35.34	2.752	14.869	0.012	0.007	0.002
Si	32.633	5.466	14.857	0.005	0.002	0.003
Si	35.361	-8.144	14.872	0.005	0.005	0.004
Si	32.638	-5.42	14.874	0.006	-0.002	0.004
Si	35.326	-2.718	14.885	0.007	-0.006	0.007
Si	-27.23	-0.005	14.923	-0.001	0.002	0.009
Si	-24.498	2.702	14.956	0.007	0.002	-0.003
Si	-27.231	5.457	14.924	-0.001	-0.003	-0.002
Si	-24.517	-8.171	14.975	0.007	-0.003	0.005
Si	-27.226	-5.462	14.914	-0.014	-0.006	0.006
Si	-24.499	-2.732	14.967	-0.004	-0.004	0.005
Si	-21.787	-0.014	15.023	0.009	-0.004	0.005
Si	-19.072	2.691	15.084	0.007	-0.005	0.003
Si	-21.782	5.414	15.007	0.004	-0.002	-0.002
Si	-19.06	-8.193	15.049	0.003	0.013	0.002
Si	-21.816	-5.452	14.985	0.006	-0.004	-0.002
Si	-19.076	-2.727	15.038	0.002	-0.001	-0.001
Si	-16.339	-0.015	15.091	0.002	-0.001	-0.003
Si	-13.62	2.698	15.134	0.004	0	0.002
Si	-16.337	5.395	15.115	0.004	-0.007	0.008
Si	-13.633	-8.171	15.112	0.003	-0.003	0
Si	-16.342	-5.461	15.102	-0.004	-0.005	0.002
Si	-13.631	-2.739	15.158	-0.009	-0.001	0.002
Si	-10.92	0.003	15.185	0.006	0.007	0.009
Si	-8.197	2.704	15.13	0.02	0.009	0.009
Si	-10.924	5.428	15.128	-0.002	0.003	0.01
Si	-8.215	-8.169	15.108	-0.01	-0.002	0.008
Si	-10.947	-5.452	15.126	-0.003	-0.018	0.001
Si	-8.205	-2.7	15.124	0.011	-0.002	0
Si	-5.472	-0.046	15.082	-0.012	0.001	0.007
Si	-2.71	2.682	15.054	0.004	0.017	0.003
Si	-5.489	5.418	15.091	0.004	-0.009	0.008
Si	-2.718	8.134	15.069	0.002	0.002	0.005
Si	-5.462	-5.456	15.108	-0.006	0.006	0.006
Si	-2.742	-2.765	15.074	0.002	0	0.002
O	0.873	3.69	22.989	-0.208	0.035	0.32
O	1.645	-1.092	23.067	-0.212	-0.167	0.537
O	8.326	-5.279	22.181	0.106	-0.131	0.122
O	2.711	6.907	24.408	-0.223	-0.421	-0.285
O	2.798	5.266	22.071	0.08	-0.085	0.345
O	-1.166	-3.969	25.812	0.205	0.562	-0.086
O	7.52	2.124	24.4	0.16	0.331	0.143
O	4.821	6.638	22.918	0.68	0.312	-0.049
O	4.034	1.678	-1.642	0.213	-0.361	-0.315
O	1.607	-7.108	23.598	0.024	0.426	0.312
O	2.566	0.163	25.147	0.059	0.357	-0.19
O	7.815	-5.846	-3.277	0.133	-0.023	-0.501
O	5.467	-2.756	21.93	0.011	-0.019	0.089
O	6.916	-1.001	23.209	-0.017	0.081	-0.028
O	9.409	0.993	22.991	-0.055	-0.61	0.05
O	6.513	4.152	23.117	0.038	0.354	0.328
O	17.364	-7.413	-3.826	-0.119	0.265	-0.085
O	10.969	-2.068	24.953	-0.293	0.263	0.203
O	12.569	-1.474	23.126	-0.226	-0.384	0.08
O	13.894	0.271	21.93	0.08	-0.11	0.313
O	12.875	4.443	22.951	0.343	-0.383	0.429
O	11.046	2.793	22.099	0.006	-0.051	0.2
O	16.008	3.933	24.301	-0.544	0.377	-0.335
O	14.889	2.383	-5.234	-0.316	-0.115	0.221
O	21.717	-2.733	22.06	-0.255	-0.226	0.573
O	11.927	0.458	24.827	-0.085	0.186	-0.311
O	16.741	-2.254	22.097	-0.144	-0.05	0.281
O	22.136	-3.089	-2.709	0.12	0.397	0.693
O	20.539	1.517	22.969	-0.437	-0.006	0.498
O	22.275	3.479	23.116	-0.319	0.222	0.145
O	12.457	-4.133	24.301	-0.068	0.341	0.18
O	16.444	-8.18	22.092	-0.142	-0.126	0.014
O	17.904	3.26	22.751	0.295	-0.372	0.16
O	18.349	7.523	24.851	-0.055	-0.597	-0.036
O	26.549	-1.45	-3.347	0.122	-0.399	0.52
O	18.583	-6.96	22.984	0.319	0.56	0.286
O	21.947	-1.029	25.054	0.215	-0.255	-0.313
O	25.885	5.325	-3.425	-0.198	0.009	0.127
O	26.967	0.098	25.598	0.412	-0.065	0.19
O	28.041	-1.773	23.019	-0.022	0.465	0.04
O	24.067	5.333	22.767	-0.046	0.137	-0.118
O	26.08	6.881	23.322	0.182	0.006	0.547
O	19.64	-4.098	22.862	-0.698	-0.197	0.078
O	20.286	7.284	23.012	0.38	0.09	0.29
O	28.483	1.687	24.276	0.203	-0.213	0.374
O	30.972	1.814	23.147	0.367	-0.059	0.425
O	30.094	4.465	-5.851	0.472	0.212	0.641
O	26.112	0.965	23.235	-0.051	-0.391	0.278
O	30.555	6.619	22.969	-0.266	-0.398	0.092
O	32.614	-8.149	22.26	-0.101	-0.103	0.37
O	29.661	-5.592	22.171	0.196	0.235	0.341
O	27.586	-5.959	25.687	-0.16	0.036	-0.633
O	-31.941	-1.824	22.898	-0.276	-0.033	0.271
O	-24.744	5.301	22.24	0.194	0.157	0.546
O	-30.821	-6.378	23.061	0.434	-0.207	0.584
O	-29.913	5.455	22.046	0.119	0.01	0.516
O	-19.605	7.472	-3.312	-0.204	0.019	-0.13
O	-14.871	8.09	25.699	-0.166	0.096	-0.447
O	30.682	-8.053	24.962	-0.339	0.224	-0.391
O	-21.169	-1.934	23.091	-0.327	-0.078	0.161
O	-23.088	0.812	23.207	-0.383	-0.636	0.014
O	-13.575	0.08	22.188	0.028	-0.179	-0.22
O	-20.593	2.787	-3.821	0.205	-0.374	0.374
O	23.49	-7.147	-1.485	0.257	-0.106	-0.095
O	-21.938	2.551	24.736	0.543	0.17	-0.212
O	-28.972	3.342	24.508	0.015	0.052	0.172
O	-19.156	-5.539	22.246	-0.194	-0.085	0.459
O	-20.78	-7.459	23.043	-0.275	-0.345	0
O	-15.875	5.473	-3.272	-0.419	-0.111	0.056
O	-24.636	-5.568	22.207	0.033	0.098	0.272
O	-27.554	5.818	-3.704	0.129	-0.681	0.013
O	-19.231	-0.14	22.338	0.149	0.151	0.512
O	-22.637	3.891	-2.477	-0.514	0.572	-0.219
O	-17.35	1.487	23.221	-0.128	-0.22	0.314
O	-15.324	3.248	23.04	0.392	-0.341	0.134
O	-25.536	7.147	-2.627	-0.212	0.401	0.034
O	-18.44	5.15	-3.985	0.172	0.208	0.512
O	-20.148	4.479	23.051	-0.303	0.136	0.504
O	-18.344	6.415	22.966	-0.415	0.175	0.392
O	-19.233	-8.187	25.168	0.646	0.179	-0.081
O	-19.53	6.768	-5.793	-0.409	0.248	-0.076
O	15.945	6.319	25.333	-0.204	0.088	-0.482
O	-3.987	3.222	-0.98	-0.326	-0.158	-0.401
O	-28.056	-0.857	24.508	-0.412	-0.273	-0.546
O	-17.148	-4.087	23.092	0.478	0.104	-0.015
O	-14.21	0.8	25.105	0.327	-0.071	0.022
O	-7.783	5.809	22.306	0.051	-0.038	0.416
O	-19.143	5.502	25.264	-0.093	-0.396	0.412
O	-17.236	7.074	26.227	0.285	-0.46	-0.227
O	-12.86	7.453	23.943	0.231	0.137	0.157
O	-9.435	-7.204	23.389	0.055	-0.358	0.019
O	-16.49	-8.156	22.268	0.22	-0.153	0.334
O	-11.292	1.73	26.086	-0.545	-0.132	0.177
O	-12.922	-4.408	23.307	-0.148	0.255	0.172
O	-11.412	-3.156	25.472	-0.047	-0.108	-0.246
O	-7.25	0.888	22.971	0.308	-0.168	0.433
O	-5.409	2.684	22.277	-0.092	0.088	0.107
O	-1.135	-3.574	-4.87	-0.44	-0.288	0.108
O	-4.787	-8.158	-3.88	-0.16	-0.212	0.368
O	28.096	-4.175	-3.29	0.094	0.525	-0.2
O	-7.993	-5.365	22.376	0.004	-0.019	0.134
O	-2.621	-0.03	22.25	0.336	-0.049	0.583
O	-0.727	1.594	23.097	0.502	-0.164	0.203
O	-3.779	4.555	23.036	-0.264	0.302	0.215
O	-7.394	-2.964	-4.528	-0.519	-0.272	0.403
O	-2.439	-2.195	-3.06	0.174	0.426	0.475
O	-5.681	7.887	22.229	0.01	-0.235	0.66
O	-4.204	-6.368	23.049	-0.183	0.457	0.046
O	0.061	-2.751	22.048	-0.138	0.011	0.54
O	1.309	-4.009	-2.6	0.107	-0.126	-0.118
O	-25.671	2.429	-5.596	-0.25	-0.099	-0.418
O	5.77	1.882	22.316	0.202	-0.08	-0.064
O	5.079	7.679	25.244	0.805	-0.049	-0.316
O	8.449	-3.212	-3.483	0.135	0.331	0.063
O	1.988	6.427	-2.909	-0.309	-0.014	0.32
O	23.876	7.173	24.694	-0.494	-0.053	-0.232
O	17.333	-4.475	-5.836	0.164	0.376	0.434
O	3.73	0.411	22.847	0.153	0.127	-0.01
O	7.601	-5.275	25.325	0.436	-0.522	-0.041
O	17.341	7.454	-5.995	-0.452	-0.666	0.112
O	7.01	3.085	-4.091	-0.123	-0.002	0.105
O	12.185	6.959	22.828	-0.142	-0.122	-0.857
O	11.446	-6.919	22.876	-0.171	0.322	0.51
O	18.688	-4.932	25.182	-0.322	-0.174	-0.056
O	12.09	6.787	-5.86	-0.319	-0.239	-0.065
O	15.504	2.28	22.413	-0.069	0.254	0.187
O	15.016	-1.008	-5.419	-0.385	0.219	-0.04
O	13.942	3.62	-2.814	0.449	-0.208	-0.454
O	8.106	7.893	-3.411	-0.326	0.014	-0.601
O	20.548	-7.243	24.786	-0.109	-0.109	0.363
O	-1.589	-1.033	-5.27	-0.656	-0.041	-0.107
O	16.892	1.041	-6.274	0.325	-0.482	0.009
O	5.629	-7.467	-3.155	-0.228	0.442	0.328
O	12.988	-3.075	-3.099	-0.595	-0.26	-0.239
O	4.476	6.492	-3.706	0.206	-0.327	-0.216
O	23.933	-1.773	-4.152	-0.129	0.168	-0.054
O	20.425	6.022	-1.047	-0.446	-0.369	-0.077
O	-5.415	5.238	-0.152	-0.191	0.112	-0.579
O	26.363	-2.375	25.019	-0.194	-0.438	0.296
O	-28.378	0.956	-1.452	-0.209	-0.014	-0.508
O	25.912	-1.382	-5.844	0.265	-0.244	0.077
O	8.172	2.55	-0.08	-0.264	-0.283	-0.382
O	-5.568	6.749	25.371	-0.378	0.469	-0.186
O	23.934	-6.418	-4.555	0.157	-0.116	0.319
O	11.331	7.988	25.131	-0.29	0.209	0.27
O	17.099	-6.641	-1.317	0.027	0.625	-0.101
O	-31.394	2.481	25.329	-0.324	0.129	-0.076
O	29.374	6.113	25.388	-0.114	0.339	-0.027
O	24.594	7.621	-3.474	-0.127	0.128	-0.83
O	-14.736	-3.93	-2.434	-0.368	0.022	0.246
O	26.493	-3.877	22.919	0.139	-0.026	0.09
O	25.68	1.131	-1.643	0.262	-0.483	-0.301
O	-29.46	-5.226	25.123	0.311	0.738	0.268
O	-20.223	1.076	-5.951	0.158	-0.087	0.384
O	-32.543	-6.635	25.62	0.237	0.255	-0.566
O	-5.078	1.059	-2.831	0.335	0.026	0.105
O	2.633	-8.154	-0.3	-0.039	-0.065	0.01
O	-31.615	-1.833	-5.806	-0.117	0.391	0.298
O	-8.864	-1.221	23.251	0.207	-0.139	0.593
O	13.378	-5.369	22.119	0.115	0.214	-0.391
O	29.174	-1.25	-3.987	0.065	-0.162	-0.198
O	-26.702	6.78	24.886	0.05	-0.364	-0.241
O	-29.71	-2.385	25.919	-0.123	-0.394	-0.231
O	-6.865	6.913	-1.252	0.189	-0.183	-0.51
O	-31.387	3.504	-3.98	0.557	-0.016	0.463
O	31.52	-4.681	-1.512	0.018	-0.114	-0.247
O	-16.097	-0.621	25.904	0.007	0.411	0.279
O	-23.215	6.882	23.491	0.252	0.182	0.111
O	18.745	-6.669	-5.951	0.29	-0.114	-0.084
O	-19.29	-2.414	-0.426	-0.106	-0.052	-0.565
O	-21.793	-5.961	-1.393	-0.076	0.034	0.185
O	-13.16	-6.409	24.991	0.548	0.331	0.379
O	-31.729	-6.34	-1.331	0.072	-0.025	-0.119
O	-15.367	7.023	-5.234	0.105	0.188	0.247
O	-1.524	3.811	24.2	-0.127	-0.348	0.316
O	-18.767	3.2	-5.682	0.262	-0.216	-0.632
O	-17.726	-5.376	25.363	0.064	-0.48	0.273
O	-19.611	-4.474	-3.395	-0.263	0.25	0.296
O	15.036	-5.705	-6.211	0.025	-0.149	0.591
O	15.331	-3.179	-6.874	0.149	-0.104	-0.337
O	0.849	4.582	-1.219	0.137	0.148	-0.268
O	-26.055	-7.685	22.989	0.016	-0.044	0.287
O	6.275	-6.364	23.334	-0.204	-0.504	0.32
O	-31.375	-0.925	-1.736	0.417	0.223	-0.645
O	19.518	7.411	-4.621	0.272	0.489	0.046
O	0.111	-0.226	26.202	-0.241	-0.018	-0.132
O	-17.489	-7.309	-3.27	0.088	-0.304	0.226
O	19.454	4.762	-5.358	0.229	-0.12	-0.316
O	-15.191	-4.604	24.806	0.083	0.295	0.555
O	-17.108	-2.826	25.306	-0.198	-0.147	-0.043
O	-17.34	2.745	-3.51	0.162	0.012	0.189
O	-9.46	1.03	24.384	0.02	0.671	0.012
O	-15.14	1.352	-3.093	0.361	0.099	0.418
O	-12.247	7.398	-3.996	-0.18	0.337	-0.065
O	27.115	5.47	-0.143	-0.079	-0.175	-0.322
O	-23.537	7.049	-4.327	0.248	0.297	-0.202
O	25.473	-7.562	26.092	0.366	-0.206	-0.093
O	6.671	-4.071	-1.783	-0.108	-0.332	0.513
O	-11.012	-0.596	-3.364	0.353	-0.225	-0.267
O	-13.205	2.63	-4.396	0.116	0.065	0.34
O	23.014	1.093	23.866	0.524	0.195	-0.258
O	-12.31	8.003	-6.643	-0.019	-0.418	-0.054
O	28.741	-4.075	-5.962	-0.039	0.449	-0.069
O	-26.267	-6.378	-1.167	-0.295	-0.13	-0.309
O	-17.949	-2.438	-3.151	-0.185	0.149	0.517
O	-11.006	-4.667	-5.712	-0.689	0.131	0.07
O	-15.175	-1.296	23.533	-0.635	-0.375	0.302
O	13.462	-5.525	-3.609	-0.617	0.045	-0.484
O	-7.619	6.53	-6.317	0.243	0.24	0.698
O	-8.98	3.915	-3.307	0.632	0.074	-0.526
O	-14.738	-6.314	22.949	-0.091	0.182	0.119
O	2.859	-7.326	25.934	-0.34	0.545	0.409
O	-27.342	-2.677	22.129	-0.085	0.061	0.617
O	8.237	5.576	22.017	0.015	-0.056	0.221
O	31.213	-7.289	-5.774	0.17	-0.235	0.044
O	-26.393	4.558	26.25	-0.117	-0.198	-0.502
O	6.032	-1.579	-1.156	-0.179	0.572	-0.354
O	-3.49	8.025	24.567	-0.041	-0.023	-0.355
O	-7.368	-0.275	25.262	-0.221	0.033	0.374
O	-3.121	5.599	25.3	-0.125	-0.353	0.491
O	32.611	0.151	25.984	-0.467	0.192	-0.463
O	-2.705	6.532	-3.893	-0.249	-0.055	0.867
O	3.672	-3.503	-5.393	0.21	-0.626	0.116
O	-28.236	6.311	-6.254	-0.566	-0.04	-0.4
O	1.753	6.831	-5.455	0.23	-0.492	-0.042
O	-15.15	1.459	-5.711	-0.18	-0.208	-0.103
O	-13.345	2.555	-0.215	0.181	-0.024	-0.1
O	24.549	-4.135	-3.622	0.426	0.052	0.431
O	-9.166	3.942	23.475	0.021	-0.333	0.118
O	-11.453	3.958	-5.816	0.157	0.647	0.064
O	-25.82	6.952	-5.814	-0.238	0.645	0.216
O	6.967	4.076	-1.637	-0.072	0.325	-0.462
O	-2.693	4.447	-5.364	-0.047	-0.168	0.033
O	9.242	-4.583	-1.394	0.517	-0.44	-0.151
O	-7.201	4.637	25.175	0.313	-0.32	-0.24
O	-1.701	6.165	23.11	0.114	-0.039	0.116
O	18.971	2.816	-0.497	-0.164	-0.063	-0.167
O	4.905	-7.922	-5.565	0.436	0.035	0.054
O	-24.027	-1.847	-6.266	0.489	-0.332	-0.043
O	-24.699	3.01	-1.063	0.093	-0.39	0.106
O	-24.661	-2.42	-0.177	-0.151	-0.322	-0.271
O	5.22	-2.713	-3.424	0.337	-0.125	-0.214
O	5.214	-6.157	25.823	-0.172	0.304	0.47
O	-29.796	-2.683	-0.657	-0.147	-0.119	-0.296
O	24.449	-2.64	-0.536	0.207	0.13	-0.609
O	-15.823	6.232	-0.662	0.276	0.235	0.179
O	-5.316	5.03	-6.1	-0.184	-0.075	0.343
O	24.466	-5.326	22.142	0.053	0.053	0.489
O	15.853	-0.818	25.364	0.381	-0.325	-0.37
O	13.099	5.909	-3.582	-0.174	-0.295	-0.305
O	-13.719	3.206	-6.963	0.119	0.23	-0.416
O	-31.391	-6.828	-5.27	-0.028	-0.224	0.322
O	28.795	4.25	-1.522	-0.171	0.31	-0.507
O	29.343	3.883	23.189	-0.127	0.271	0.219
O	2.739	-1.895	-3.55	-0.124	0.351	0.153
O	16.809	7.187	-1.914	-0.3	-0.049	0.257
O	-5.975	-3.814	23.2	0.195	-0.397	0.071
O	1.072	-6.294	-1.226	0.214	-0.076	-0.212
O	14.209	1.449	-1.411	0.299	-0.19	-0.236
O	-9.684	-0.8	-1.124	-0.16	-0.237	-0.105
O	23.62	-1.25	22.98	0.317	-0.032	0.105
O	14.95	-3.756	23.266	0.39	0.305	0.592
O	16.219	0.029	-0.508	-0.009	-0.108	-0.36
O	-29.923	-8.047	-0.465	0.025	-0.354	-0.29
O	0.297	-7.954	-3.98	-0.313	-0.459	0.316
O	-10.657	-7.099	-4.865	-0.021	-0.068	-0.084
O	-31.605	-4.108	24.14	-0.21	-0.189	0.124
O	2.907	3.353	26.019	0.048	-0.514	0.199
O	12.71	3.34	-0.575	-0.007	0.133	0.31
O	17.165	4.505	-6.593	0.028	0.333	0.266
O	-24.116	2.153	-3.592	0.451	0.406	-0.474
O	13.535	7.894	-0.156	-0.205	-0.029	-0.419
O	-28.343	7.362	22.963	-0.277	0.169	0.392
O	-27.079	-5.994	-3.547	0.21	0.014	-0.164
O	-23.017	-3.529	-1.532	0.413	0.045	-0.465
O	12.579	-7.908	-3.866	0.071	0.413	-0.381
O	-4.586	-6.389	-1.125	-0.231	-0.166	-0.201
O	-26.044	-0.462	22.878	0.261	0.191	0.113
O	23.179	1.4	-2.458	-0.113	0.409	-0.079
O	-0.076	7.969	22.189	0.048	-0.172	-0.044
O	-1.596	3.941	-1.38	-0.181	-0.06	0.306
O	0.135	-1.783	-3.412	-0.084	0.206	-0.045
O	-18.009	7.289	-1.303	-0.366	-0.369	-0.082
O	-9.285	3.414	26.105	0.178	-0.195	0.287
O	-10.448	-5.122	-3.136	0.505	0.155	0.05
O	-27.92	-0.806	-3.362	-0.286	-0.241	0.313
O	26.208	-6.051	-3.109	0.015	-0.726	-0.195
O	-25.701	-0.589	25.468	-0.391	0.023	0.622
O	2.902	-3.993	25.35	-0.205	-0.581	-0.078
O	15.778	5.334	-3.4	0.168	0.205	-0.879
O	30.531	-3.38	-4.165	0.643	-0.176	0.188
O	29.768	2.457	-3.213	0.16	-0.266	-0.355
O	-32.43	5.854	-3.5	-0.344	0.594	-0.27
O	-17.776	-4.34	-1.465	0.48	-0.589	-0.256
O	22.284	-6.657	22.891	-0.285	-0.207	0.07
O	-15.525	-1.861	-3.954	0.307	-0.084	-0.523
O	30.169	2.36	-0.61	-0.16	0.047	0.115
O	-26.218	-0.544	-1.351	0.414	0.001	-0.403
O	-26.392	4.898	-1.492	0.073	-0.105	0.027
O	29.923	-2.736	-0.627	-0.003	0.185	-0.684
O	31.823	2.462	-5.357	0.199	-0.191	-0.067
O	-8.13	-2.701	-0.266	-0.219	-0.167	-0.492
O	14.932	-4.318	-1.716	0.49	-0.328	-0.206
O	14.449	5.783	-1.265	-0.215	-0.031	-0.096
O	-28.143	-0.566	-6.062	0.062	0.533	0.04
O	30.527	2.8	25.478	0.4	-0.093	-0.007
O	-16.438	-6.972	-5.713	-0.073	0.279	-0.387
O	28.321	-0.815	-1.509	-0.401	0.296	0.114
O	11.036	0.51	-6.004	0.022	-0.016	0.018
O	22.428	-3.834	-5.153	-0.043	0.321	-0.676
O	10.309	-3.604	22.855	0.009	0.356	-0.065
O	31.841	0.413	-1.098	-0.24	-0.157	-0.076
O	28.24	-6.171	-1.442	-0.064	-0.014	-0.493
O	8.549	-0.164	25.129	0.257	-0.056	0.294
O	-22.768	1.386	-1.552	0.367	-0.478	-0.667
O	-27.931	6.968	-1.414	0.067	0.363	-0.077
O	14.508	-1.038	-2.849	0.252	0.158	0.284
O	31.717	-1.201	-3.193	0.139	-0.116	0.019
O	-2.607	-2.8	-0.071	-0.16	-0.121	-0.58
O	29.689	-5.843	-4.301	-0.321	-0.101	-0.041
O	-13.804	5.401	22.599	-0.093	-0.085	0.507
O	-28.572	-8.168	-4.339	0.271	0.157	0.118
O	9.914	-1.664	-5.016	0.202	-0.161	-0.021
O	-11.59	7.086	-1.324	0.323	0.001	0.025
O	-6.237	-0.917	-5.733	-0.151	0.615	0.157
O	-21.847	2.728	22.036	0.069	0.059	0.287
O	-17.673	4.011	23.729	0.231	0.188	0.055
O	1.972	1.994	-3.322	-0.085	-0.081	0.284
O	-32.289	1.114	-3.317	0.361	-0.024	-0.057
O	-23.297	-4.931	-3.534	-0.001	-0.001	-0.42
O	23.213	7.941	-6.144	-0.073	-0.586	0.096
O	-18.808	2.677	-0.38	0.021	-0.021	-0.229
O	-9.866	1.55	-2.411	-0.254	0.164	0.454
O	4.969	2.627	24.666	-0.161	-0.614	0.001
O	-12.859	-5.842	-2.386	-0.035	-0.349	-0.39
O	-6.466	-4.516	-1.189	0.035	-0.191	-0.422
O	22.58	-0.821	-1.208	-0.149	0.042	0.011
O	-32.037	-4.903	-3.512	0.007	0.664	-0.087
O	-30.848	5.087	25.116	0.461	0.308	-0.027
O	19.045	-8.187	-0.366	0.043	0.413	-0.436
O	-23.356	0.462	25.809	-0.129	0.296	0.454
O	2.174	0.733	-5.601	0.741	-0.013	-0.102
O	4.505	2.166	-4.116	-0.098	-0.267	-0.23
O	16.167	-7.409	25.392	0.152	0.556	-0.237
O	-16.228	2.491	25.36	-0.28	0.198	0.562
O	-8.723	-7.664	-1.092	0.39	-0.003	-0.235
O	20.654	-4.991	-3.543	0.054	-0.493	0.33
O	-19.492	-3.656	26.109	0.586	0.308	0.147
O	18.425	5.553	-3.174	-0.028	-0.39	0.437
O	-24.121	-2.379	-3.708	0.458	0.458	0.223
O	7.227	-7.261	-1.138	0.561	-0.192	0.224
O	29.835	-0.148	22.028	0.153	-0.053	0.315
O	19.069	5.362	21.881	0.027	-0.071	0.427
O	-15.044	-6.296	-3.662	0.422	-0.325	-0.477
O	18.266	-1.217	-1.567	0.156	0.056	-0.011
O	9.908	0.575	-3.647	-0.605	-0.235	-0.093
O	3.5	-4.228	22.826	-0.694	-0.242	0.009
O	-11.825	1.55	23.443	-0.24	0.325	0.204
O	-17.136	-4.851	-4.052	0.32	0.178	-0.447
O	-8.904	-3.405	-6.675	0.265	0.427	-0.151
O	-19.452	-6.951	-1.492	0.123	0.025	-0.025
O	1.155	3.229	-5.459	0	0.477	0.331
O	14.913	-7.454	-2.629	-0.039	-0.064	0.088
O	29.901	-8.026	-0.511	0.109	-0.081	-0.44
O	-21.395	3.492	-6.163	-0.015	0.155	0.132
O	-0.836	6.295	-5.819	-0.142	0.018	-0.193
O	-20.285	4.358	-1.604	-0.118	0.313	0.008
O	7.32	-1.345	-5.028	0.053	0.13	0.415
O	-0.981	6.47	-1.279	-0.043	0.096	-0.519
O	-24.437	4.826	-5.203	-0.05	-0.23	0.756
O	6.3	1.032	-5.633	0.01	-0.062	-0.2
O	-26.681	3.772	23.148	-0.082	0.236	0.539
O	-29.572	-5.74	-3.852	0.089	0.327	0.382
O	-4.025	2.789	-6.891	-0.148	0.196	-0.602
O	-21.285	-6.349	-4.013	0.021	-0.43	-0.131
O	25.357	5.035	25.06	-0.179	-0.019	-0.007
O	-0.084	-0.084	-0.19	-0.21	-0.105	-0.268
O	2.448	2.833	-0.154	-0.073	-0.185	-0.467
O	-31.039	1.445	-5.559	0.503	-0.042	0.333
O	22.359	4.235	-1.384	0.091	-0.214	-0.354
O	21.759	-5.495	-0.425	-0.054	-0.065	-0.51
O	-14.855	-1.419	-1.52	-0.291	0.239	-0.261
O	-4.367	-1.547	-1.357	-0.053	0.437	-0.472
O	-20.997	0.157	24.887	0.184	-0.237	-0.52
O	10.926	5.256	-0.231	0.084	-0.044	-0.447
O	4.179	-3.541	-1.136	-0.544	0.25	-0.033
O	-11.278	5.169	-3.04	-0.18	-0.391	-0.543
O	10.015	-4.416	25.35	0.142	-0.377	0.28
O	-10.042	-5.45	25.219	-0.314	-0.28	-0.373
O	-32.121	4.931	-5.959	-0.272	-0.402	-0.057
O	1.596	-1.813	-1.198	0.564	-0.056	-0.09
O	0.538	7.675	25.612	-0.362	0.181	-0.372
O	-2.78	-8.168	-0.372	-0.339	0.13	-0.355
O	9.259	6.799	-1.416	-0.296	0.286	0.187
O	9.246	2.937	-2.686	0.276	-0.048	0.079
O	-5.655	-2.235	25.309	-0.422	-0.187	0.267
O	8.21	-2.586	-0.119	0.266	0.156	-0.077
O	29.697	7.902	-4.03	0.092	-0.392	0.137
O	-23.539	-7.322	-2.748	-0.569	0.114	-0.167
O	-2.101	0.951	-6.921	0.327	-0.064	-0.49
O	21.578	-6.337	-5.629	0.075	-0.241	-0.53
O	-23.123	6.684	-1.629	0.445	-0.214	-0.359
O	5.439	3.517	-6.145	0.287	0.474	0.052
O	31.712	6.606	-1.318	0.335	0.317	-0.169
O	12.46	-6.688	-1.55	-0.558	0.159	-0.349
O	12.545	2.522	-6.731	-0.325	0.694	0.053
O	4.581	5.154	25.182	0.046	0.027	0.308
O	12.159	-1.093	-1.493	-0.447	0.491	0.009
O	13.57	-2.753	-0.212	0.069	0.062	0.093
O	-7.003	-0.759	-3.199	-0.248	-0.234	0.116
O	10.543	6.748	-3.734	-0.021	-0.179	-0.038
O	20.775	1.095	-1.403	-0.282	-0.116	-0.029
O	17.109	4.652	-1.164	-0.168	-0.075	-0.116
O	-7.551	-6.441	25.185	0.246	-0.128	-0.233
O	-11.429	-0.611	25.012	0.298	-0.097	-0.146
O	-17.043	1.107	-1.345	0.238	-0.515	-0.164
O	-25.017	-0.045	-4.72	0.249	-0.006	0.022
O	-26.561	1.403	-3.234	-0.169	0.35	0.034
O	0.499	2.573	25.283	-0.213	-0.338	0.351
O	-21.299	-0.299	-0.4	-0.087	0.184	-0.227
O	27.711	4.312	26.08	0.202	-0.199	-0.387
O	14.558	4.247	-6.958	-0.484	0.482	0.396
O	-17.552	-1.786	-5.578	-0.489	-0.434	0.124
O	24.394	2.883	-0.342	0.041	0.275	-0.565
O	27.793	0.828	-3.613	-0.569	0.088	0.103
O	25.56	4.092	-5.789	-0.257	0.081	-0.217
O	-11.707	-1.564	-5.718	0.594	0.084	0.055
O	-2.496	-5.973	25.018	0.248	-0.407	0.45
O	20.011	-3.778	-1.211	-0.217	0.008	-0.044
O	-28.288	1.822	22.525	0.411	-0.125	0.077
O	2.153	-1.796	-6.541	0.118	0.015	-0.028
O	-29.995	-7.576	25.924	0.063	-0.346	0.203
O	-19.312	-5.786	-5.715	0.568	-0.629	0.024
O	-0.271	1.175	-4.829	-0.154	0.269	0.725
O	-8.613	-5.324	-4.94	0.426	-0.484	0.258
O	-11.619	-3.887	-1.13	0.473	0.359	-0.078
O	-18.705	-0.586	25.708	0.112	0.222	-0.639
O	30.228	-5.55	25.689	0.032	0.045	-0.397
O	-13.499	-2.747	0.109	-0.148	0.144	-0.262
O	-22.885	-3.898	23.09	-0.152	-0.404	0.351
O	31.918	5.805	25.011	0.144	-0.6	0.005
O	-26.427	-2.24	-4.987	-0.202	-0.734	-0.113
O	-5.81	-5.805	-3.381	0.068	0.353	-0.534
O	21.069	5.498	-3.466	0.269	-0.104	-0.451
O	-23.963	3.463	25.956	-0.183	-0.127	-0.367
O	-1.537	-4.369	23.211	0.256	-0.367	-0.043
O	-31.569	4.833	-1.235	0.343	0.031	-0.123
O	31.402	4.119	-2.138	-0.01	-0.375	-0.047
O	-21.885	-3.26	25.362	-0.3	-0.44	0.119
O	-21.004	5.389	-3.944	-0.603	0.165	-0.447
O	28.544	-3.78	24.644	0.626	0.219	-0.055
O	13.109	6.104	25.06	0.088	-0.34	0.273
O	16.209	0.728	-3.752	0.351	0.178	0.421
O	17.557	2.899	-4.633	0.165	0.154	0.706
O	-11.881	0.585	-1.104	-0.19	-0.333	-0.294
O	-29.91	2.849	-0.543	-0.109	-0.097	-0.511
O	19.955	-4.32	-5.938	0.063	0.344	0.049
O	4.697	-1.045	-5.296	-0.344	0.264	0.044
O	-26.871	1.55	24.58	0.084	0.187	0.397
O	-13.671	6.018	-2.207	-0.136	-0.227	-0.097
O	-27.69	-7.123	24.831	0.071	0.465	0.178
O	-28.067	-6.164	-5.989	0.075	0.424	-0.253
O	-24.511	-8.056	-0.181	0.205	-0.093	-0.178
O	13.701	-7.917	26.261	0.171	-0.062	0.037
O	26.024	-5.392	-5.61	0.214	0.393	-0.345
O	32.111	-2.305	25.213	-0.244	0.019	0.07
O	-15.085	3.924	-1.338	-0.127	-0.451	-0.448
O	18.989	2.713	-6.914	-0.479	0.283	-0.554
O	27.64	-7.514	-5.529	0.497	0.036	-0.198
O	31.675	-6.923	-3.068	-0.154	-0.33	0.244
O	19.012	-0.222	-4.046	-0.297	0.485	-0.136
O	22.151	-8.001	-3.673	-0.701	0.201	-0.187
O	9.679	7.43	23.088	-0.48	-0.149	0.396
O	19.665	0.167	25.509	-0.249	-0.108	-0.538
O	12.18	-0.754	-4.068	0.138	0.391	-0.239
O	14.697	6.351	22.914	0.416	-0.394	0.268
O	16.935	-1.769	-3.726	-0.102	-0.548	-0.021
O	-3.619	-3.657	24.594	0.079	-0.011	-0.046
O	25.614	7.081	-1.323	-0.25	0.306	-0.054
O	-13.307	0.06	-4.498	-0.174	0.085	-0.438
O	29.243	1.97	-5.652	-0.302	-0.283	-0.291
O	-31.259	3.527	23.019	-0.323	-0.664	-0.061
O	27.479	3.339	-4.201	0.253	0.387	0.043
O	6.21	-1.007	25.83	-0.598	-0.239	-0.087
O	-9.7	2.074	-5	0.214	-0.14	0.026
O	-13.556	-8.055	-0.182	-0.094	-0.172	-0.255
O	-9.454	-7.965	25.895	-0.21	0.103	0.137
O	27.275	7.477	-3.312	0.413	0.101	0.259
O	15.258	-3.859	-4.321	0.151	0.04	-0.005
O	10.013	0.993	-1.061	0.052	-0.447	-0.049
O	-4.464	-1.684	23.07	-0.222	0.321	0.37
O	17	1.392	24.362	0.273	-0.147	0.078
O	-21.759	7.954	25.289	0.133	0.029	0.715
O	-6.394	-7.098	-5.658	-0.377	-0.284	-0.034
O	-4.931	-2.197	-3.873	0.195	0.113	-0.413
O	-9.86	4.613	-0.935	-0.67	0.383	0.176
O	3.463	4.142	-2.771	-0.177	0.22	-0.007
O	-2.314	-7.292	-4.353	-0.275	0.364	0.117
O	5.244	-5.699	-0.168	0.104	-0.336	-0.538
O	-6.817	0.71	-1.031	0.393	-0.205	0.11
O	0.883	5.078	25.954	0.091	-0.005	-0.427
O	21.527	-0.276	-3.554	0.102	-0.309	-0.115
O	-3.876	0.861	-5.091	-0.077	-0.71	0.26
O	8.037	-2.721	24.815	-0.026	-0.06	-0.247
O	21.245	2.318	25.336	0.083	0.459	0.052
O	-2.022	1.409	-0.952	0.05	-0.382	-0.26
O	14.211	-6.009	24.505	0.015	-0.283	-0.238
O	3.905	-1.906	24.138	0.519	0.05	-0.118
O	-13.674	-1.747	25.647	-0.182	-0.532	0.496
O	21.346	-4.788	24.675	0.322	0.384	0.096
O	26.079	2.531	25.306	-0.461	-0.215	0.05
O	9.988	2.056	25.397	0.003	0.45	0.155
O	4.035	6.133	-1.172	0.354	-0.12	-0.034
O	-10.83	-6.26	-0.757	-0.26	-0.044	0.237
O	-0.716	-4.375	-0.944	-0.146	0.353	-0.026
O	-23.572	-1.684	24.343	-0.129	0.216	-0.25
O	14.694	1.596	25.536	-0.228	-0.081	-0.448
O	-0.548	-5.998	-5.702	0.237	-0.167	-0.604
O	-30.103	-0.02	22.067	0.32	-0.079	0.542
O	-30.1	0.247	25.548	0.183	0.117	-0.1
O	24.953	2.986	-3.457	-0.455	0.348	0.236
O	26.456	-4.228	-1.271	0.292	-0.068	-0.373
O	27.608	-7.693	22.191	-0.12	-0.044	0.254
O	31.355	-3.638	23.05	-0.175	0.037	0.438
O	-30.799	-4.318	-5.768	-0.217	-0.244	-0.297
O	-10.214	6.77	-5.602	-0.023	-0.375	0.193
O	-3.597	7.523	-6.135	-0.155	0.197	0.039
O	19.857	-2.545	25.047	-0.056	-0.008	-0.242
O	-31.79	7.3	-6.735	-0.301	-0.125	0.217
O	-23.738	6.68	26.243	-0.169	0.076	-0.244
O	-9.562	5.848	25.222	-0.699	0.279	-0.453
O	-17.363	0.087	-3.722	-0.567	0.06	-0.008
O	8.403	-3.583	-6.002	-0.134	-0.502	0.226
O	-15.146	-6.13	-1.067	-0.492	-0.021	-0.121
O	-27.973	-4.417	-1.493	-0.29	-0.138	-0.274
O	-7.382	-7.934	-3.364	-0.352	-0.043	-0.265
O	23.159	-6.627	25.273	0.124	0.383	0.312
O	1.171	-4.148	-6.046	0.182	-0.354	0.253
O	13.378	-1.513	25.727	-0.173	0.029	0.329
O	18.808	-0.202	22.016	-0.127	-0.05	0.195
O	-2.791	2.329	-3.172	0.388	0.15	-0.154
O	-29.337	-4.229	22.798	-0.172	0.349	0.39
O	-0.646	5.011	-3.529	0.607	-0.391	-0.045
O	-10.902	-2.772	22.456	-0.086	0.194	0.256
O	31.122	-1.341	-5.776	-0.408	0.084	-0.362
O	-9.035	6.484	-2.652	-0.24	0.111	-0.557
O	20.663	1.274	-5.534	0.627	0.419	0.211
O	-4.115	-4.069	-2.265	0.512	-0.188	-0.028
O	27.22	2.899	22.007	-0.071	0.014	-0.161
O	-25.537	-4.147	-2.398	-0.421	-0.004	-0.013
O	-13.82	5.04	-5.079	0.217	0.467	0.024
O	-4.772	0.232	25.735	-0.05	0.111	-0.17
O	-8.122	2.756	-0.179	-0.094	0.012	-0.42
O	22.815	6.681	-1.774	0.417	0.027	0.519
O	20.701	-1.308	-5.885	0.05	-0.56	0.075
O	-4.998	-6.323	25.594	0.202	0.311	0.154
O	-16.403	4.416	-5.459	0.094	0.013	-0.377
O	-13.014	-2.261	-3.419	0.044	-0.436	0.084
O	28.234	6.279	-5.484	-0.425	-0.287	0.3
O	-22.054	5.173	25.131	0.535	-0.14	-0.223
O	-0.656	-5.733	-3.094	-0.287	0.274	0.042
O	8.401	5.277	-3.455	-0.026	0.028	-0.358
O	19.5	-2.635	-3.404	0.049	0.086	-0.712
O	25.023	0.516	-4.165	0.174	0.378	-0.377
O	-21.246	-3.992	-5.39	-0.565	0.161	0.371
O	-4.848	3.2	-4.434	-0.781	0.124	0.236
O	5.461	-4.016	24.493	0.322	0.268	-0.275
O	-7.512	1.77	-3.454	0.255	0.234	-0.231
O	-20.397	-5.944	25.139	-0.189	0.5	-0.379
O	-29.157	-2.574	-4.782	-0.168	-0.274	0.395
O	-30.049	5.844	-4.489	-0.051	-0.019	-0.065
O	24.455	-0.56	25.369	-0.1	0.123	0.484
O	-20.707	-1.467	-6.254	-0.306	0.14	0.368
O	11.821	2.049	-2.658	0.051	0.038	-0.547
O	-6.535	-4.609	-6.387	0.69	0.287	0.146
O	2.981	-7.7	-3.849	0.004	0.596	-0.143

Results
total energy: -406619.227 eV
total energy less fixed offsets of O -438.25, Si -107.07 eV per atom: -6.427 eV
